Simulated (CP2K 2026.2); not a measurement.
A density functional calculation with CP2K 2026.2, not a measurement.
Periodic cell of 1182 atoms, Si850O332, from a study of silicon, its oxide and their interface. The atomic structure is a simulated model.
Doubt: the forces sum to 1.61 eV/angstrom along one axis rather than to zero, so they err by at least 0.0014 eV/angstrom per atom on average; the grid cutoff is modest.

Settings: functional PBE; method Gaussian and plane waves; basis set DZVP-MOLOPT-SR-GTH; pseudopotentials GTH-PBE; grid cutoff 350 Ry, relative cutoff 50 Ry; k points Gamma only; occupations fixed; spin none; net charge 0.

Cell vectors (angstrom)
a	16.4025	0	0
b	0	32.805	0
c	0	0	40.2678

Atoms: element, x, y, z (angstrom)
Si	16.1876	32.5929	0.1447
Si	3.1074	1.9678	40.2329
Si	16.0864	5.6167	0.1387
Si	2.4593	8.4537	0.2661
Si	0.2214	10.5919	0.2648
Si	2.3371	13.9167	40.0487
Si	0.0902	16.2157	40.0589
Si	3.1287	19.1892	39.6764
Si	15.7198	22.4415	0.0281
Si	3.0319	24.3678	40.2128
Si	16.3049	27.7836	0.4279
Si	3.0094	30.082	0.6417
Si	5.8548	0.4229	0.4771
Si	7.6068	2.4869	0.4051
Si	5.7256	4.9366	0.2036
Si	8.709	7.4776	39.9702
Si	5.4848	10.9354	39.9982
Si	8.7296	13.0821	40.2269
Si	5.3213	16.8269	40.0345
Si	8.2161	19.0873	40.1707
Si	5.5443	22.383	40.2543
Si	8.4251	24.6378	0.0851
Si	5.1845	27.7311	0.187
Si	7.8617	30.2348	39.4415
Si	10.8151	0.1764	39.9657
Si	13.2169	3.2418	0.1057
Si	10.8699	5.26	0.4613
Si	13.7924	7.6775	0.229
Si	11.0291	10.8931	40.0387
Si	13.6207	13.7329	40.1035
Si	11.2601	15.9551	0.1776
Si	13.4053	19.1021	0.513
Si	11.403	21.4201	0.1075
Si	13.6265	24.7948	0.5264
Si	11.3944	26.9881	0.0184
Si	13.8812	29.7079	0.2666
Si	1.4244	1.0695	1.4128
Si	3.9591	3.8883	1.3606
Si	1.3538	6.7274	1.4206
Si	4.0959	9.6907	1.384
Si	1.4443	12.2853	1.329
Si	4.1817	15.0066	0.9369
Si	1.4163	17.9702	0.8732
Si	4.239	20.6143	1.0534
Si	1.3017	23.2863	1.2046
Si	4.0298	26.0482	1.384
Si	1.346	28.9321	1.8446
Si	4.3831	31.6209	1.6992
Si	6.7452	1.5119	2.314
Si	9.4314	3.7521	1.5438
Si	6.9689	6.6265	1.2712
Si	9.7234	9.2827	1.0739
Si	7.0714	11.9432	1.2251
Si	9.5857	14.8263	1.333
Si	6.8668	17.7584	1.3169
Si	9.481	20.6113	1.2858
Si	6.9113	23.4638	1.5217
Si	9.5934	26.1834	1.3836
Si	6.9254	28.9018	1.212
Si	9.3045	31.5572	0.9808
Si	12.2288	1.3428	1.279
Si	14.9723	4.0359	1.5103
Si	12.3277	6.5995	1.7167
Si	15.0333	9.3541	1.4606
Si	12.488	12.0762	1.2172
Si	15.1182	14.9817	1.2623
Si	12.0878	17.6319	1.6722
Si	14.971	20.6085	1.4211
Si	12.2332	23.2259	1.5354
Si	15.1047	26.1357	1.6799
Si	12.25	28.6334	1.5443
Si	14.8767	31.3901	1.6252
Si	0.0324	2.6009	2.7317
Si	2.7686	32.7719	2.9843
Si	0.0273	8.0722	2.839
Si	2.7072	5.3448	2.7416
Si	0.0538	13.6239	2.6575
Si	2.7975	10.9887	2.7734
Si	0.1114	19.2112	2.5286
Si	2.7894	16.4697	2.3843
Si	0.088	24.6517	2.8078
Si	2.7484	21.8923	2.5356
Si	16.2923	30.1924	3.0876
Si	2.7076	27.3594	2.8971
Si	5.1735	2.8775	3.1661
Si	8.2483	32.7137	2.9164
Si	5.5299	8.1226	2.5804
Si	8.197	5.3234	2.843
Si	5.5864	13.5566	2.4076
Si	8.347	10.6163	2.6295
Si	5.5113	19.2184	2.5746
Si	8.1888	16.2882	2.622
Si	5.4639	24.783	2.796
Si	8.2043	21.967	2.7567
Si	5.633	30.0825	2.876
Si	8.2154	27.5414	2.7163
Si	10.9082	2.5468	2.8614
Si	13.5337	0.0455	2.8161
Si	10.9751	8.1341	2.7687
Si	13.7224	5.3127	3.0179
Si	11.05	13.4721	2.6297
Si	13.7408	10.8006	2.7337
Si	10.7324	19.1639	2.7701
Si	13.7265	16.3213	2.7225
Si	10.8308	24.6673	2.8005
Si	13.6345	21.8955	2.874
Si	10.7676	30.1808	2.6126
Si	13.6294	27.4019	2.9966
Si	1.3368	4.0225	4.1544
Si	3.9981	1.3437	4.4276
Si	1.4023	9.5535	4.1015
Si	4.1286	6.7834	4.0224
Si	1.4395	15.0919	3.9175
Si	4.2222	12.3686	3.9951
Si	1.44	20.517	3.9886
Si	4.1181	17.7913	3.9028
Si	1.3863	25.9763	4.2541
Si	4.0894	23.2719	4.0306
Si	1.3767	31.4652	4.3563
Si	4.1658	28.7182	4.2037
Si	6.7776	4.123	4.3132
Si	9.5869	1.2579	4.3017
Si	6.8761	9.422	4.0465
Si	9.5847	6.7638	4.1527
Si	6.8119	14.925	3.9308
Si	9.6203	12.1382	4.011
Si	6.8309	20.5364	4.0519
Si	9.4805	17.6737	4.0727
Si	6.8724	26.1163	4.1337
Si	9.5438	23.2656	4.1865
Si	6.9101	31.3994	4.3259
Si	9.5689	28.807	4.1486
Si	12.2511	3.9648	4.2446
Si	15.0109	1.3373	4.1727
Si	12.3193	9.5276	4.1361
Si	15.0668	6.7692	4.2714
Si	12.3449	14.9237	4.0671
Si	15.0784	12.2535	4.0551
Si	12.2291	20.4633	4.1266
Si	15.1319	17.7881	3.9628
Si	12.2577	25.947	4.2249
Si	15.0721	23.2776	4.1511
Si	12.1779	31.4319	4.1304
Si	14.9883	28.7397	4.3657
Si	16.3906	0.0125	16.4889
Si	2.7096	2.7554	16.4708
Si	16.3741	5.485	16.4605
Si	2.7056	8.2115	16.4219
Si	16.3625	10.9516	16.4058
Si	2.7084	13.6682	16.379
Si	16.3912	16.4025	16.3765
Si	2.7347	19.1163	16.3849
Si	16.394	21.8505	16.4202
Si	2.7244	24.5694	16.4515
Si	16.3942	27.3228	16.4852
Si	2.7209	30.0695	16.4877
Si	5.456	0.0192	16.498
Si	8.1891	2.7632	16.4828
Si	5.4462	5.491	16.4462
Si	8.1738	8.2208	16.4171
Si	5.4489	10.939	16.4003
Si	8.1986	13.6779	16.3852
Si	5.4594	16.3998	16.3759
Si	8.2119	19.1298	16.3912
Si	5.4761	21.8466	16.4147
Si	8.2241	24.5751	16.4425
Si	5.4751	27.3193	16.4698
Si	8.2225	30.0705	16.4853
Si	10.9469	0.0076	16.4995
Si	13.6554	2.7524	16.479
Si	10.9102	5.495	16.4576
Si	13.6318	8.2246	16.4313
Si	10.9069	10.9516	16.3939
Si	13.6515	13.6816	16.3801
Si	10.9401	16.4109	16.3941
Si	13.663	19.1237	16.4003
Si	10.949	21.8588	16.4177
Si	13.6828	24.5905	16.452
Si	10.961	27.3204	16.4722
Si	13.6717	30.0636	16.496
Si	1.3404	1.4007	17.8511
Si	4.0765	4.1332	17.8209
Si	1.3408	6.8581	17.8095
Si	4.0837	9.5673	17.7731
Si	1.3357	12.3145	17.7541
Si	4.079	15.035	17.7279
Si	1.3639	17.7547	17.7456
Si	4.0908	20.4823	17.7596
Si	1.3364	23.215	17.8153
Si	4.1006	25.9345	17.8122
Si	1.3418	28.7121	17.8516
Si	4.0767	31.4521	17.8524
Si	6.822	1.4064	17.856
Si	9.5545	4.1372	17.8446
Si	6.8163	6.8603	17.8004
Si	9.5341	9.5942	17.7704
Si	6.8279	12.3065	17.7448
Si	9.568	15.044	17.7506
Si	6.828	17.768	17.7365
Si	9.5741	20.496	17.7708
Si	6.8537	23.2	17.7915
Si	9.5953	25.9404	17.8175
Si	6.8495	28.698	17.8321
Si	9.6013	31.4259	17.8644
Si	12.3025	1.3936	17.8664
Si	15.007	4.1281	17.8469
Si	12.2656	6.8707	17.8174
Si	14.9842	9.6032	17.7883
Si	12.2719	12.3261	17.7442
Si	15.0126	15.0531	17.7426
Si	12.2947	17.7775	17.7827
Si	15.0252	20.4828	17.7778
Si	12.3162	23.218	17.8021
Si	15.0254	25.9571	17.8554
Si	12.3228	28.6812	17.8662
Si	15.0216	31.456	17.8601
Si	16.3736	2.7679	19.2289
Si	2.7023	0.03	19.214
Si	16.3431	8.2227	19.1437
Si	2.7082	5.4952	19.1859
Si	16.3746	13.6973	19.1074
Si	2.6876	10.9229	19.1066
Si	0.0036	19.1122	19.1183
Si	2.7221	16.3843	19.1113
Si	16.3769	24.5741	19.2184
Si	2.7104	21.8207	19.1397
Si	16.3793	30.0939	19.2337
Si	2.7161	27.3037	19.1608
Si	5.4377	2.7901	19.2129
Si	8.2282	0.0303	19.1795
Si	5.4392	8.2094	19.1671
Si	8.1799	5.5196	19.1921
Si	5.4424	13.6668	19.0767
Si	8.171	10.9488	19.1441
Si	5.4719	19.1295	19.1145
Si	8.2013	16.4202	19.0971
Si	5.4953	24.5677	19.1557
Si	8.2187	21.8391	19.1661
Si	5.4729	30.0779	19.1807
Si	8.2424	27.3255	19.174
Si	10.9313	2.7798	19.2171
Si	13.6813	0.0367	19.2431
Si	10.8794	8.2443	19.1629
Si	13.6171	5.4973	19.1951
Si	10.9181	13.6755	19.1284
Si	13.596	10.9715	19.1422
Si	10.9432	19.1649	19.1554
Si	13.6605	16.4004	19.1402
Si	10.9737	24.5852	19.1883
Si	13.6736	21.8467	19.1659
Si	10.9818	30.0582	19.2489
Si	13.6826	27.3258	19.2622
Si	1.3312	4.1576	20.5731
Si	4.0698	1.4103	20.5749
Si	1.3067	9.5854	20.4922
Si	4.0775	6.8524	20.5611
Si	1.3541	15.026	20.4931
Si	4.0835	12.2796	20.4244
Si	1.3442	20.4573	20.519
Si	4.0995	17.7572	20.4528
Si	1.3471	25.9668	20.5598
Si	4.1024	23.1795	20.47
Si	1.2978	31.5144	20.5956
Si	4.0996	28.6655	20.4932
Si	6.8018	4.1839	20.5722
Si	9.5778	1.3961	20.5652
Si	6.8028	9.5844	20.5221
Si	9.5308	6.8986	20.5642
Si	6.8216	15.0329	20.4097
Si	9.5525	12.3072	20.5023
Si	6.8327	20.4667	20.5229
Si	9.5268	17.8165	20.477
Si	6.8836	25.9398	20.5137
Si	9.6211	23.1893	20.5263
Si	6.8515	31.4742	20.5179
Si	9.6159	28.6507	20.5881
Si	12.266	4.1569	20.6114
Si	15.0187	1.4195	20.6406
Si	12.1969	9.6418	20.5298
Si	14.9628	6.8914	20.5319
Si	12.2693	15.0492	20.5038
Si	14.9706	12.3668	20.4583
Si	12.3182	20.5104	20.5573
Si	15.0728	17.7418	20.4914
Si	12.3213	25.9249	20.6227
Si	15.0082	23.1831	20.5839
Si	12.3519	31.4537	20.6168
Si	15.038	28.7311	20.6372
Si	16.377	0.0894	22.0825
Si	2.6833	2.7741	21.9468
Si	16.333	5.5436	21.9017
Si	2.6419	8.2047	21.8735
Si	16.3115	10.9874	21.7904
Si	2.7336	13.6049	21.7914
Si	0.0229	16.3951	21.9035
Si	2.7079	19.0536	21.8544
Si	16.4012	21.8183	21.9294
Si	2.7473	24.5417	21.8277
Si	0.0027	27.3348	21.9842
Si	2.7088	30.061	21.7835
Si	5.5286	0.0792	21.8818
Si	8.1777	2.7819	21.8853
Si	5.4813	5.5683	22.0017
Si	8.1879	8.2872	21.9465
Si	5.381	10.9226	21.8443
Si	8.1342	13.6651	21.7894
Si	5.5185	16.4201	21.7731
Si	8.173	19.1125	21.9419
Si	5.4255	21.8113	21.8576
Si	8.3	24.5952	21.861
Si	5.4705	27.2802	21.8459
Si	8.218	30.0808	21.8442
Si	10.9556	0.0304	21.9352
Si	13.6415	2.8067	22.0107
Si	10.8914	5.5528	21.9593
Si	13.5742	8.2852	21.8609
Si	10.8351	10.963	21.9796
Si	13.6417	13.7056	21.8873
Si	10.8757	16.45	21.8113
Si	13.7306	19.1181	21.8489
Si	10.9579	21.8628	21.9718
Si	13.6167	24.483	22.0148
Si	10.9844	27.2952	22.027
Si	13.7522	30.1676	22.0645
Si	1.3128	1.5186	23.4501
Si	4.1032	4.1035	23.2885
Si	1.2273	6.9336	23.2722
Si	3.9704	9.5828	23.2247
Si	1.3342	12.2563	23.1632
Si	4.2239	14.9393	23.0228
Si	1.4885	17.6295	23.3085
Si	4.0111	20.4385	23.2277
Si	1.4164	23.1979	23.2367
Si	4.1255	25.854	23.2042
Si	1.4226	28.7808	23.292
Si	4.1172	31.42	23.0441
Si	6.8669	1.4648	23.3383
Si	9.471	4.1795	23.264
Si	6.8227	7.0502	23.4106
Si	9.4603	9.6083	23.4448
Si	6.8505	12.2122	23.158
Si	9.3353	15.2017	23.1011
Si	6.7273	17.7639	23.3035
Si	9.5625	20.4954	23.2945
Si	6.8424	23.2421	23.0945
Si	9.6937	25.7796	23.4023
Si	6.8527	28.6851	23.1516
Si	9.5567	31.4484	23.2313
Si	12.2858	1.3946	23.3869
Si	14.996	4.2485	23.349
Si	12.2381	6.9844	23.3187
Si	14.856	9.752	23.1876
Si	12.1861	12.4282	23.2556
Si	15.0241	15.064	23.252
Si	12.3316	17.7482	23.1573
Si	15.0901	20.3945	23.3291
Si	12.2576	23.1457	23.51
Si	15.0342	25.8565	23.3025
Si	12.355	28.7712	23.3649
Si	15.0847	31.5459	23.5807
Si	16.1833	2.9317	24.9179
Si	2.9777	0.0945	24.4105
Si	16.166	8.3942	24.533
Si	2.6424	5.4726	24.4692
Si	0.0705	13.6773	24.5129
Si	2.5292	10.8023	24.6122
Si	0.2028	19.0558	24.7115
Si	3.0023	16.15	24.5163
Si	0.0674	24.5111	24.6355
Si	2.7383	21.8385	24.6376
Si	0.2576	30.2332	24.8438
Si	2.7482	27.2545	24.495
Si	5.51	2.8459	24.807
Si	8.2247	0.0009	24.6011
Si	5.3453	8.4681	24.7495
Si	8.1956	5.5745	24.6891
Si	5.5061	13.5752	24.4154
Si	8.0375	10.9761	24.8099
Si	5.306	19.1066	24.6551
Si	8.0306	16.4285	24.7416
Si	5.568	24.5222	24.5583
Si	8.0878	21.9128	24.5025
Si	5.3426	29.9965	24.4097
Si	8.2419	27.2877	24.4381
Si	10.8337	2.817	24.5987
Si	13.5554	0.1041	25.0004
Si	10.9117	8.2744	24.8244
Si	13.6157	5.6238	24.6738
Si	10.7233	13.8993	24.3544
Si	13.4972	11.0913	24.7071
Si	10.9923	19.0615	24.5629
Si	13.667	16.4415	24.6193
Si	10.95	24.4535	25.1548
Si	13.6265	21.6642	24.8001
Si	10.861	30.1521	24.689
Si	13.7433	27.3326	24.6135
Si	1.4779	4.1399	26.0618
Si	4.554	0.9738	25.9975
Si	0.7242	9.8786	26.1088
Si	3.9988	6.8263	25.734
Si	1.9388	14.4466	25.789
Si	4.0473	12.2164	25.6444
Si	1.3079	20.7194	26.1755
Si	4.1964	17.5316	26.0737
Si	1.1958	26.2135	25.9329
Si	4.4305	22.9311	25.8661
Si	1.9395	31.7081	26.0637
Si	4.3645	28.2915	25.8385
Si	6.3948	4.7344	26.0161
Si	9.5966	1.3553	26.0027
Si	6.2403	10.1429	26.3055
Si	10.0078	6.3882	26.014
Si	6.971	14.6104	25.9851
Si	9.3497	12.6883	25.7997
Si	6.571	20.7256	25.8317
Si	9.7324	17.6727	25.9545
Si	6.7515	26.1775	25.8351
Si	9.2243	22.8817	26.3501
Si	6.5707	31.4962	25.6714
Si	9.6722	28.4573	25.8763
Si	12.252	4.1516	25.8676
Si	14.4776	1.8978	26.3765
Si	12.3706	9.5638	26.2298
Si	14.6243	7.3578	25.9802
Si	11.8223	15.4452	25.737
Si	15.177	12.31	25.8723
Si	12.556	19.8948	26.2232
Si	15.0252	17.8876	25.9767
Si	12.196	26.4846	26.2808
Si	15.3536	22.8432	25.8892
Si	11.6968	31.808	26.201
Si	15.4092	28.4725	25.8288
Si	15.0904	0.0261	28.8187
Si	2.2612	1.4392	27.5857
Si	9.8218	12.0877	30.9822
Si	16.3321	7.8741	28.3643
Si	13.4135	13.8192	27.9575
Si	13.9135	16.413	29.7273
Si	14.8644	22.5812	32.8456
Si	9.2929	25.0041	31.0889
Si	2.4993	0.4641	34.698
Si	7.9516	29.9532	27.9062
Si	7.0738	4.6855	29.1806
Si	2.2884	6.3109	28.115
Si	14.3327	7.7285	30.744
Si	2.3971	16.3089	27.9703
Si	5.3428	15.8854	28.2363
Si	1.5451	15.1249	34.7952
Si	8.2469	20.393	30.6615
Si	16.2291	29.9544	32.2812
Si	1.7402	25.1597	28.7986
Si	2.1189	0.6261	30.431
Si	8.5278	2.2137	28.8637
Si	9.1523	6.8864	28.8906
Si	7.6579	5.331	33.5211
Si	12.2244	12.1946	32.6408
Si	5.3545	13.1359	35.6492
Si	11.4451	11.8365	35.4368
Si	9.9059	17.9111	31.1973
Si	16.1199	21.7503	30.5782
Si	8.8968	32.2557	29.4406
Si	13.8535	28.1997	28.3498
Si	12.7163	30.9395	28.9221
Si	15.7973	1.1072	34.5095
Si	6.7803	8.7906	29.2293
Si	0.0792	8.1034	32.6435
Si	2.0249	10.3075	36.587
Si	16.1876	17.5622	34.4292
Si	3.1245	19.8798	31.8346
Si	2.4772	21.876	34.0734
Si	0.8118	23.8538	35.513
Si	14.3492	27.3887	32.6187
Si	14.7247	25.1887	34.7256
Si	4.4602	23.8367	28.8066
Si	3.0565	0.2741	37.6016
Si	4.7446	6.4558	29.9121
Si	11.6037	1.6112	35.1823
Si	2.701	7.0611	32.2072
Si	7.3856	10.2266	31.873
Si	6.0266	15.8757	31.3126
Si	12.7597	20.7918	31.6129
Si	1.5991	20.1444	29.1778
Si	8.9235	20.1726	27.6503
Si	5.3498	23.1434	33.4696
Si	10.9938	24.062	34.3777
Si	3.1548	29.8287	28.1418
Si	11.0797	3.0128	30.5868
Si	11.656	6.1608	30.4733
Si	12.5383	4.4643	34.7589
Si	12.1011	8.7955	35.0049
Si	2.5751	13.3147	36.9605
Si	10.889	16.5564	33.6678
Si	0.0033	17.5885	28.8287
Si	10.0542	22.3018	32.1051
Si	12.2499	17.7908	36.3179
Si	7.292	30.258	30.7662
Si	7.1935	25.6452	33.4214
Si	11.5007	0.2045	30.626
Si	13.8074	32.6563	36.1835
Si	1.2314	30.8698	38.386
Si	3.9208	1.928	32.4118
Si	11.2869	11.6809	28.1991
Si	1.9911	7.7876	34.8445
Si	15.1157	19.8226	32.663
Si	15.0662	14.8065	34.5237
Si	12.1911	19.0006	29.2211
Si	4.3492	15.0499	33.5239
Si	5.4436	21.7178	30.8431
Si	15.8098	0.245	31.7855
Si	15.4821	23.6999	28.6475
Si	1.9451	4.3053	33.3083
Si	7.2749	1.694	36.2274
Si	2.7864	5.1997	36.1782
Si	7.0736	2.3967	33.0296
Si	10.0888	17.5919	38.3117
Si	7.1897	17.5659	37.8766
Si	6.009	21.845	36.0726
Si	2.4755	25.4705	37.2995
Si	6.2256	28.4185	32.6052
Si	4.4563	30.1124	31.0846
Si	10.7371	6.4341	33.3531
Si	1.5364	28.0015	38.0305
Si	7.2596	4.4998	36.2706
Si	14.0556	9.6755	32.8274
Si	9.0129	15.1425	31.8693
Si	14.7586	19.3721	36.334
Si	11.3637	26.4924	32.6641
Si	15.2301	22.181	37.3407
Si	7.5579	24.7178	28.3997
Si	15.6577	26.299	30.0533
Si	2.5919	30.34	33.597
Si	9.8777	1.4409	32.7323
Si	0.4337	4.1043	37.6379
Si	15.5868	4.0658	34.9253
Si	4.2707	8.7973	38.241
Si	5.2869	6.1042	37.6337
Si	13.1209	14.8913	32.2972
Si	7.2586	8.1005	34.0017
Si	5.0349	29.424	35.2648
Si	7.5015	23.2594	38.073
Si	0.9205	30.7625	29.5331
Si	5.8507	31.7892	37.279
Si	10.0372	2.2453	37.7244
Si	6.3277	10.6367	34.4309
Si	8.7932	10.8545	36.4111
Si	4.9568	17.878	33.1602
Si	6.9894	12.6368	38.0094
Si	3.497	20.478	36.7405
Si	5.8664	19.0399	35.7127
Si	4.4889	27.4753	37.5768
Si	10.0816	28.5105	37.7516
Si	14.9382	1.8551	38.4258
Si	8.839	7.8531	36.8747
Si	12.8008	9.1997	38.0234
Si	13.9663	13.0469	36.9061
Si	15.5993	10.7529	37.7355
Si	10.4139	23.2976	38.4361
Si	14.3849	17.4117	38.3596
Si	9.5875	26.6353	35.0886
Si	12.7619	23.8745	36.6387
Si	10.1873	5.0047	36.8083
Si	12.2152	30.7914	38.0003
O	16.3467	31.5557	39.1089
O	2.363	30.669	39.5221
O	16.084	4.743	36.3261
O	2.6546	1.4319	38.6894
O	14.989	6.7255	39.8375
O	0.24	4.92	39.0185
O	5.0268	7.6845	37.3192
O	3.2681	7.9153	39.1901
O	15.9091	11.34	39.2269
O	1.2678	9.4431	39.9123
O	2.0788	11.9099	36.2598
O	3.3237	9.9227	37.5128
O	1.2864	15.1366	39.6692
O	15.6563	16.4151	38.6049
O	4.2178	17.9402	39.4223
O	2.8341	20.0461	38.1992
O	15.826	21.7527	38.7902
O	13.7718	22.8985	37.4365
O	2.3061	24.8923	38.8169
O	4.018	25.9845	37.0955
O	3.1466	28.3023	38.0229
O	0.9152	27.4403	39.4329
O	0.8452	29.4475	37.6487
O	1.0227	1.13	34.518
O	4.6656	1.4372	40.2142
O	6.7978	31.0104	38.3883
O	5.5365	2.2541	32.4451
O	7.263	0.9867	39.8661
O	5.0178	5.6849	39.1733
O	6.7876	3.7453	39.9503
O	8.1993	7.8788	38.4078
O	5.6297	12.167	38.8311
O	5.9689	9.0277	34.4647
O	5.4855	9.5593	39.0418
O	7.8999	13.6598	38.901
O	5.8931	17.4009	31.9078
O	6.3018	16.4665	38.7218
O	7.2661	18.984	38.7553
O	9.6827	18.4782	39.6268
O	6.6943	22.163	39.0293
O	6.5414	17.7385	36.3924
O	4.3089	23.3929	39.7153
O	2.0795	31.8452	30.0068
O	4.0851	28.958	0.1193
O	5.5047	27.3846	38.8426
O	9.6833	27.6327	36.3954
O	8.7617	29.1834	38.4908
O	11.6657	4.8734	36.0979
O	10.156	1.4837	39.1591
O	13.852	2.9783	38.8694
O	12.0859	4.4014	39.9478
O	9.9177	6.3108	39.8168
O	9.4423	9.377	36.6922
O	12.8595	8.0677	39.1855
O	7.8893	11.297	37.6945
O	9.9836	12.142	39.6268
O	15.2147	11.9999	36.7589
O	13.8586	13.5421	38.455
O	10.8575	16.2888	38.8893
O	12.4216	14.8395	40.2259
O	14.9714	20.9526	36.326
O	12.4626	20.1981	39.9714
O	11.117	21.8946	38.826
O	9.886	23.945	39.8554
O	12.622	25.8903	39.9341
O	14.7233	23.7734	39.9973
O	8.0148	26.3745	34.6548
O	10.8193	27.5192	38.8263
O	15.0963	28.6987	40.0191
O	11.4709	32.0522	38.7338
O	2.186	2.7798	26.6826
O	1.4513	5.0984	27.4141
O	3.1356	31.05	27.0395
O	3.8635	1.1098	27.5018
O	16.2335	11.2112	26.498
O	0.6672	9.1244	27.5936
O	2.982	7.294	26.9867
O	1.182	7.0661	29.0425
O	1.4208	16.8388	29.1458
O	16.0851	22.8862	31.7758
O	1.4696	15.232	27.1647
O	2.9921	13.2773	26.4228
O	0.0245	21.7224	26.5272
O	15.1363	22.2808	29.3853
O	2.1269	20.4508	27.6465
O	15.7354	17.2721	27.3623
O	1.9937	25.8444	27.3386
O	0.0194	27.283	26.4384
O	6.025	24.5865	33.8764
O	3.9373	23.6351	27.2797
O	15.1617	1.3199	27.8146
O	16.247	31.6851	28.7555
O	3.2095	24.7332	29.444
O	5.5681	27.2462	26.2466
O	6.9019	4.6258	27.5696
O	5.1195	5.7538	26.3228
O	7.3563	3.1335	29.5331
O	8.7627	2.1287	27.2328
O	6.7087	9.5929	27.8062
O	5.0683	11.3074	26.6566
O	9.1168	6.9781	27.2723
O	8.2913	8.1707	29.4185
O	5.4088	17.1727	27.1943
O	6.1361	14.7276	27.4199
O	10.4511	12.1919	26.9054
O	8.2498	13.6896	26.5425
O	7.3497	20.241	27.2028
O	6.6949	20.794	30.3572
O	8.5755	18.8838	31.2451
O	10.8822	18.4891	30.0452
O	7.5459	25.8829	27.2627
O	5.4371	21.7547	26.4587
O	6.3885	26.8238	32.6601
O	8.2918	23.4406	27.6387
O	6.7942	30.3423	26.847
O	5.7965	32.763	26.406
O	8.798	31.3263	28.1224
O	8.9307	28.8181	27.3083
O	11.1356	5.2306	26.6003
O	10.9369	6.8272	31.7917
O	13.2821	3.0768	26.7413
O	1.3579	0.231	26.9065
O	9.9647	11.9668	36.1133
O	10.9937	11.4265	31.9161
O	11.8406	10.1992	27.7026
O	13.5134	8.4177	26.6463
O	10.7912	16.5086	26.5325
O	9.5092	16.3487	30.8534
O	14.7013	13.1973	27.1869
O	13.9606	14.9953	28.9355
O	9.3507	18.6285	27.2677
O	11.9072	19.7013	27.7638
O	13.9687	19.0645	26.4327
O	15.6669	20.2963	31.1925
O	12.9432	26.962	27.7402
O	10.8281	27.4014	26.3589
O	15.0082	28.9073	32.6405
O	11.7106	30.9263	27.6298
O	10.7717	0.34	26.5851
O	14.5576	29.0454	27.1357
O	0.9479	0.7609	31.5628
O	15.212	1.1649	32.9775
O	15.3837	7.1321	31.8812
O	3.636	0.9464	33.6581
O	13.5249	11.2177	32.8407
O	15.5549	6.9095	27.2839
O	0.5127	7.5539	34.1381
O	10.2315	11.7665	29.4402
O	14.8597	18.8899	37.8751
O	12.5731	12.5971	28.6409
O	15.4073	17.0079	29.9763
O	14.5029	23.8533	33.7725
O	2.1839	20.8207	32.824
O	2.5666	19.4773	30.3408
O	0.7112	23.9021	28.5235
O	14.4539	26.6484	34.0684
O	1.5764	29.6603	28.5378
O	3.5592	1.1037	31.0386
O	2.8082	3.1416	32.5316
O	1.7929	1.5802	29.1417
O	5.8207	5.227	30.0942
O	8.4113	5.5662	29.5084
O	15.2382	8.2904	29.5069
O	3.5294	5.8071	29.0429
O	6.5449	9.6812	30.5807
O	5.5818	7.6643	29.1925
O	1.2092	16.7412	34.567
O	3.7584	15.5898	28.518
O	9.5616	15.5793	33.3848
O	6.0501	16.0205	29.6943
O	13.3212	16.0448	31.188
O	2.5557	20.9957	35.4797
O	5.8243	22.8885	31.9249
O	9.0392	20.5104	29.2419
O	12.725	27.3341	32.2538
O	9.7808	21.3622	26.8652
O	8.4633	25.1771	29.6917
O	3.7476	28.5608	27.3506
O	7.956	0.7598	29.3467
O	4.9057	28.6371	31.653
O	11.6998	4.5135	30.4621
O	9.9343	2.7975	29.4569
O	13.2183	6.6232	30.3018
O	10.7317	6.7881	29.2825
O	11.289	1.8952	36.7461
O	8.0302	9.0321	32.8421
O	13.533	8.9855	31.4338
O	11.0454	7.7094	34.3509
O	6.3815	11.0826	32.8556
O	8.4818	11.2534	31.2999
O	0.2928	19.184	28.9457
O	12.3664	14.5156	26.9517
O	12.8604	20.2221	30.088
O	11.2113	21.1605	31.9402
O	13.0782	17.6305	29.0232
O	15.2767	21.1672	33.6193
O	11.7776	25.0119	33.2766
O	15.7372	31.5173	32.3849
O	14.7521	23.6906	27.1955
O	10.3931	0.0344	29.4534
O	13.8072	31.9919	28.3274
O	12.3786	31.646	30.4025
O	16.2963	2.5681	37.8427
O	15.268	2.4841	35.185
O	4.0397	7.0439	31.2765
O	2.7614	4.5318	34.6958
O	15.706	9.558	32.8306
O	1.8304	14.6549	36.3488
O	4.1189	13.5548	36.5738
O	6.8406	5.6843	37.2992
O	14.2715	14.2262	35.8175
O	15.0074	16.4438	34.5949
O	2.7846	14.6736	33.8219
O	6.7285	23.1865	36.6404
O	1.1845	21.5486	29.9163
O	16.3523	23.1164	36.6601
O	4.4978	20.6922	31.6386
O	10.1103	23.5724	31.063
O	1.1888	22.8765	34.2637
O	14.9086	24.9457	29.5288
O	16.3231	25.1429	35.0582
O	15.0324	27.5806	29.2816
O	0.8874	26.15	29.8314
O	3.5318	29.4176	34.5781
O	2.3021	31.6797	34.4553
O	3.1419	0.9347	36.1167
O	5.4368	30.8078	36.0263
O	2.0213	5.5715	32.2824
O	5.8439	31.0074	31.0583
O	7.5477	3.947	32.641
O	11.8806	5.3019	33.5479
O	1.5004	8.1331	31.7883
O	3.1583	7.4882	33.7261
O	9.5616	13.6832	31.3421
O	6.7225	4.8863	34.7976
O	7.384	15.1291	31.8353
O	5.2372	11.5512	35.2124
O	4.7467	15.0201	31.9263
O	11.1141	18.4162	37.3338
O	4.5742	21.7182	36.8678
O	3.5453	18.5193	32.6349
O	8.6862	21.482	31.8033
O	2.8322	17.6416	27.0701
O	7.5342	24.7006	38.8899
O	5.9842	24.4797	28.8529
O	8.2601	24.9766	32.3731
O	14.9875	0.4814	30.3978
O	4.6273	22.416	29.6144
O	3.9698	30.0029	29.544
O	10.4534	2.8424	32.0974
O	11.1174	29.7347	37.3823
O	10.1156	3.8803	38.0294
O	12.6388	0.3606	35.151
O	14.1408	4.8005	34.6715
O	13.4837	8.822	34.115
O	6.897	6.7435	33.1336
O	9.2472	5.7952	33.602
O	12.5375	13.4937	31.6919
O	11.5054	10.3011	34.8892
O	12.5755	12.2793	36.514
O	13.5454	22.2058	31.9225
O	15.9253	18.4579	33.0651
O	16.0326	18.6686	35.5987
O	12.0296	23.2145	35.3147
O	10.0847	22.9313	33.6188
O	13.4782	19.6059	32.5287
O	15.2806	26.4908	31.6253
O	10.1589	25.1044	35.3377
O	10.3966	26.2143	31.3467
O	5.1999	28.2073	36.3209
O	1.1311	29.6619	33.2515
O	10.7032	0.1869	32.0586
O	12.144	1.7266	30.422
O	13.2346	31.261	36.795
O	10.2293	1.3407	34.3266
O	15.3164	1.0552	39.7939
O	4.473	32.3353	37.9827
O	0.3425	4.1203	33.7321
O	14.316	9.7632	37.817
O	2.1384	9.3487	35.2699
O	2.1522	6.7281	36.0862
O	2.0173	4.2425	37.2532
O	10.6701	17.8524	32.6695
O	12.1455	15.5931	33.3617
O	14.4384	14.3798	33.0924
O	2.4851	13.1724	38.5709
O	13.8448	17.7819	39.8488
O	0.203	14.2933	34.3946
O	4.3138	19.1584	36.2207
O	3.7251	22.9042	33.6783
O	13.1403	30.0834	39.1223
O	2.2163	24.3436	36.1649
O	3.3745	30.68	32.184
O	1.8686	31.9717	37.3799
O	7.1407	1.9471	34.6102
O	6.5738	0.2892	36.6126
O	6.0899	29.1428	34.0579
O	7.995	7.6802	35.4328
O	4.3363	5.2481	36.6326
O	8.8743	4.4465	35.9783
O	6.6319	3.092	36.8304
O	5.371	14.0441	34.3022
O	6.6684	13.3715	36.5809
O	6.7249	20.3647	36.1813
O	4.5829	16.5724	34.0713
O	8.7245	17.0895	37.5796
O	10.4839	27.2619	33.839
O	7.2894	29.4814	29.3201
O	8.4799	31.3741	30.76
O	8.2594	1.4121	32.417
O	12.3649	2.8761	34.5041
O	11.6916	12.7432	34.0973
O	14.1703	0.8573	37.406
O	8.7648	1.6597	36.8818
O	11.7397	10.3274	38.6154
O	9.9235	6.6114	36.9722
O	12.3643	8.5126	36.5926
O	5.8352	18.892	34.0852
O	13.2808	18.9345	35.7051
O	0.5315	9.9963	37.1838
O	7.8068	10.8383	35.1026
O	9.0452	22.9393	37.6194
O	5.9761	22.0238	34.4567
O	11.2976	17.0906	35.1709
O	13.2756	16.8552	37.2541
O	7.5369	29.1356	31.9219
O	11.5241	24.2329	37.6618
O	13.6969	25.0966	36.017
O	1.3993	26.7052	37.0297
O	15.1935	32.5921	35.29
O	13.0963	29.3745	29.2279
O	0.3069	29.8306	30.726
Si	16.3529	0.0199	5.6311
Si	2.6373	2.7482	5.6759
Si	0.0294	5.3955	5.5785
Si	2.7784	8.162	5.4361
Si	0.0276	10.9144	5.4568
Si	2.7906	13.7109	5.3374
Si	0.0672	16.4118	5.3518
Si	2.7765	19.1227	5.3623
Si	0.0488	21.8442	5.4313
Si	2.7673	24.5702	5.5238
Si	16.4023	27.3339	5.6105
Si	2.7813	30.0548	5.61
Si	5.4856	32.7794	5.6387
Si	8.1844	2.6936	5.5877
Si	5.4116	5.5179	5.5836
Si	8.2067	8.1288	5.5089
Si	5.523	10.9017	5.3695
Si	8.2131	13.5799	5.332
Si	5.4642	16.3687	5.3025
Si	8.1583	19.1098	5.4238
Si	5.4536	21.8968	5.4205
Si	8.1757	24.6658	5.5052
Si	5.4992	27.3636	5.5861
Si	8.2467	30.0429	5.6678
Si	10.9491	32.7431	5.6578
Si	13.6762	2.673	5.5966
Si	10.9248	5.4108	5.5556
Si	13.666	8.173	5.5344
Si	10.955	10.8816	5.4926
Si	13.7169	13.604	5.4466
Si	10.937	16.3303	5.3878
Si	13.6947	19.0906	5.3843
Si	10.9211	21.8673	5.5054
Si	13.6775	24.5978	5.5442
Si	10.9	27.3767	5.5327
Si	13.5625	30.1222	5.5936
Si	1.3036	1.3642	7.0179
Si	4.0663	4.1257	6.9519
Si	1.4111	6.8188	6.8662
Si	4.1366	9.5668	6.7848
Si	1.4216	12.3276	6.7466
Si	4.1247	15.0496	6.7458
Si	1.4062	17.7716	6.7539
Si	4.1084	20.4909	6.7756
Si	1.379	23.201	6.853
Si	4.1181	25.9558	6.8994
Si	1.3831	28.6954	6.9527
Si	4.1146	31.4214	6.9943
Si	6.8312	1.3584	6.9856
Si	9.5519	4.0715	6.939
Si	6.8252	6.8367	6.9195
Si	9.5695	9.5271	6.8476
Si	6.8629	12.261	6.7672
Si	9.5538	14.97	6.7427
Si	6.7949	17.7229	6.7523
Si	9.533	20.4731	6.8129
Si	6.8095	23.253	6.8327
Si	9.5467	25.9947	6.9022
Si	6.8472	28.6942	6.9888
Si	9.5777	31.4165	7.0274
Si	12.3158	1.3276	6.981
Si	15.0348	4.0642	6.9476
Si	12.299	6.8029	6.8955
Si	15.0556	9.5627	6.8498
Si	12.3256	12.2702	6.8262
Si	15.0909	15.0331	6.7482
Si	12.3117	17.7209	6.7523
Si	15.0494	20.475	6.7757
Si	12.2992	23.2179	6.877
Si	15.026	25.9574	6.9314
Si	12.2541	28.7087	6.9522
Si	14.981	31.4435	6.9651
Si	16.366	2.7347	8.3649
Si	2.7164	32.7942	8.3265
Si	0.0206	8.1928	8.2106
Si	2.7227	5.487	8.3077
Si	0.0398	13.6701	8.1373
Si	2.7563	10.9428	8.1421
Si	0.022	19.115	8.1434
Si	2.7576	16.4017	8.1373
Si	0.0143	24.5688	8.2413
Si	2.7525	21.8321	8.1962
Si	16.3889	30.0654	8.2923
Si	2.7516	27.3105	8.2879
Si	5.4423	2.7425	8.3033
Si	8.1975	32.7991	8.3475
Si	5.4597	8.2295	8.2347
Si	8.183	5.4567	8.2829
Si	5.4822	13.6562	8.1168
Si	8.2053	10.9198	8.1875
Si	5.465	19.1127	8.1468
Si	8.191	16.3629	8.1128
Si	5.4725	24.5869	8.2576
Si	8.1847	21.8627	8.1825
Si	5.4781	30.0562	8.3485
Si	8.2036	27.3186	8.3254
Si	10.9317	2.7168	8.3078
Si	13.6594	32.7922	8.3685
Si	10.9282	8.1808	8.2402
Si	13.6652	5.4551	8.2759
Si	10.9336	13.6488	8.1545
Si	13.6834	10.923	8.2098
Si	10.9401	19.0966	8.137
Si	13.6942	16.3757	8.1283
Si	10.9304	24.6002	8.2349
Si	13.6893	21.8307	8.1887
Si	10.9278	30.0472	8.3694
Si	13.6534	27.3328	8.2821
Si	1.3564	4.1168	9.6735
Si	4.0869	1.3672	9.6747
Si	1.3861	9.5876	9.5477
Si	4.1047	6.8662	9.6263
Si	1.3883	15.0402	9.5165
Si	4.1149	12.309	9.5178
Si	1.3687	20.4741	9.5491
Si	4.1039	17.76	9.5307
Si	1.3686	25.9386	9.6255
Si	4.0964	23.2052	9.5912
Si	1.3504	31.4213	9.6783
Si	4.099	28.6772	9.6779
Si	6.8196	4.1016	9.659
Si	9.5687	1.3652	9.6909
Si	6.8362	9.5852	9.5847
Si	9.5611	6.83	9.6236
Si	6.8339	15.0167	9.5105
Si	9.572	12.2955	9.543
Si	6.8235	20.4798	9.5377
Si	9.5601	17.7346	9.4981
Si	6.8259	25.9416	9.6524
Si	9.5554	23.2172	9.5755
Si	6.8334	31.4313	9.706
Si	9.5552	28.6798	9.7043
Si	12.2984	4.0982	9.655
Si	15.0175	1.3605	9.7194
Si	12.3055	9.5641	9.5795
Si	15.0473	6.8418	9.6035
Si	12.3098	15.0262	9.5082
Si	15.0628	12.3155	9.5305
Si	12.2989	20.4658	9.5312
Si	15.0457	17.7526	9.511
Si	12.2905	25.9525	9.6301
Si	15.0369	23.1998	9.5839
Si	12.2943	31.4214	9.7147
Si	15.0279	28.6905	9.6539
Si	16.3983	32.7927	11.0525
Si	2.7206	2.7402	11.0296
Si	16.3851	5.487	11.0098
Si	2.7204	8.2302	10.9627
Si	0.0071	10.9449	10.9156
Si	2.7433	13.6689	10.894
Si	0.0081	16.3948	10.8904
Si	2.7383	19.1152	10.9157
Si	0.0111	21.8396	10.9384
Si	2.7413	24.5719	10.9797
Si	0.0046	27.3136	10.9976
Si	2.7273	30.0524	11.0341
Si	5.4551	0.0014	11.0452
Si	8.1877	2.7377	11.0308
Si	5.4526	5.4844	11.0003
Si	8.188	8.2117	10.9631
Si	5.4577	10.9544	10.9277
Si	8.1979	13.6656	10.9003
Si	5.4738	16.3881	10.8913
Si	8.2073	19.1103	10.8886
Si	5.4733	21.8395	10.9409
Si	8.2086	24.5714	10.9854
Si	5.4707	27.3116	11.0314
Si	8.1969	30.059	11.0619
Si	10.9261	32.8001	11.06
Si	13.6461	2.7404	11.0483
Si	10.9235	5.47	11.0015
Si	13.6674	8.2056	10.9578
Si	10.9309	10.9382	10.9286
Si	13.6742	13.6705	10.8925
Si	10.9368	16.3895	10.8815
Si	13.6773	19.1121	10.8977
Si	10.9409	21.8412	10.9166
Si	13.6761	24.5741	10.9629
Si	10.9412	27.3093	11.0286
Si	13.6761	30.0506	11.0455
Si	1.3608	1.3699	12.3991
Si	4.0915	4.1157	12.3751
Si	1.359	6.863	12.346
Si	4.094	9.5939	12.313
Si	1.3716	12.313	12.2788
Si	4.1033	15.0325	12.2703
Si	1.3616	17.7573	12.2775
Si	4.0958	20.4804	12.2983
Si	1.3617	23.2085	12.3288
Si	4.0914	25.9406	12.3715
Si	1.3571	28.6808	12.3879
Si	4.0899	31.429	12.4027
Si	6.8258	1.3712	12.4036
Si	9.5607	4.1085	12.3808
Si	6.828	6.8513	12.3455
Si	9.5637	9.5812	12.3099
Si	6.8307	12.3147	12.2864
Si	9.5679	15.0352	12.2631
Si	6.8383	17.7551	12.2671
Si	9.5654	20.4782	12.2775
Si	6.8279	23.2059	12.3302
Si	9.5644	25.9401	12.369
Si	6.8259	28.6858	12.4081
Si	9.5613	31.4323	12.4204
Si	12.2897	1.3691	12.4146
Si	15.0236	4.1179	12.3833
Si	12.3002	6.8469	12.3424
Si	15.0378	9.5858	12.3029
Si	12.3045	12.3133	12.2764
Si	15.0348	15.0386	12.263
Si	12.2982	17.7567	12.2624
Si	15.0299	20.4799	12.2895
Si	12.297	23.207	12.3116
Si	15.0319	25.9446	12.3492
Si	12.3022	28.6836	12.3947
Si	15.0327	31.4251	12.4106
Si	16.387	2.7441	13.7468
Si	2.7253	0.0004	13.7634
Si	16.3814	8.2223	13.6998
Si	2.7119	5.4859	13.7198
Si	16.3928	13.6729	13.6388
Si	2.7163	10.9493	13.6727
Si	16.4007	19.1225	13.6556
Si	2.7302	16.3923	13.64
Si	0.0039	24.5817	13.7084
Si	2.7366	21.8443	13.6835
Si	16.4022	30.055	13.7635
Si	2.7309	27.3146	13.7472
Si	5.4527	2.7476	13.7507
Si	8.1934	0.0054	13.7751
Si	5.4471	8.2195	13.6883
Si	8.1855	5.4842	13.7226
Si	5.4614	13.6735	13.6539
Si	8.1875	10.948	13.6622
Si	5.4756	19.1178	13.6496
Si	8.2059	16.3978	13.6423
Si	5.4728	24.5747	13.7189
Si	8.2131	21.8422	13.673
Si	5.4625	30.0652	13.7712
Si	8.2104	27.3143	13.7489
Si	10.9178	2.7433	13.7627
Si	13.6646	32.802	13.7665
Si	10.9195	8.2155	13.689
Si	13.6497	5.4856	13.7331
Si	10.9319	13.6779	13.6414
Si	13.6559	10.9472	13.6595
Si	10.9402	19.1228	13.646
Si	13.666	16.4006	13.6362
Si	10.9506	24.5753	13.7069
Si	13.6727	21.8484	13.6734
Si	10.9424	30.0596	13.7639
Si	13.6801	27.3142	13.7374
Si	1.3478	4.1222	15.0985
Si	4.0878	1.3798	15.1219
Si	1.3471	9.5897	15.0548
Si	4.086	6.8537	15.067
Si	1.353	15.0361	15.0076
Si	4.0915	12.3101	15.0274
Si	1.3561	20.4861	15.0395
Si	4.0967	17.7583	15.0068
Si	1.3529	25.9496	15.1033
Si	4.0918	23.2098	15.0684
Si	1.3551	31.4392	15.1267
Si	4.0893	28.6906	15.1235
Si	6.8252	4.1209	15.1006
Si	9.5618	1.375	15.14
Si	6.8214	9.5845	15.0373
Si	9.5563	6.8554	15.0711
Si	6.8332	15.0392	15.0141
Si	9.5603	12.3174	15.0133
Si	6.8349	20.484	15.0302
Si	9.5719	17.7636	15.0166
Si	6.8366	25.9434	15.0983
Si	9.5738	23.2102	15.0545
Si	6.8288	31.4417	15.1407
Si	9.5775	28.6864	15.1192
Si	12.2878	4.1209	15.1108
Si	15.0255	1.3786	15.1207
Si	12.2864	9.588	15.0406
Si	15.0181	6.8588	15.0842
Si	12.2948	15.0471	15.0102
Si	15.0212	12.3176	15.0169
Si	12.2977	20.4872	15.0335
Si	15.0233	17.7653	15.0158
Si	12.3084	25.9465	15.089
Si	15.0278	23.2182	15.0607
Si	12.3034	31.433	15.1326
Si	15.0294	28.6884	15.1203

Results
total energy: -236494.758 eV
total energy less fixed offsets of O -438.35, Si -107.03 eV per atom: 12.942 eV

Forces (eV/angstrom), in the order of the atoms: element, x, y, z
Si	-0.1101	0.1767	0.1774
Si	-0.1099	-0.1214	0.0785
Si	0.0284	-0.0657	-0.1609
Si	0.0118	-0.0963	-0.3352
Si	-0.0663	-0.036	-0.333
Si	0.0884	-0.081	-0.0701
Si	0.2071	-0.0487	0.1962
Si	0.104	0.2553	0.1478
Si	-0.0533	-0.0315	-0.0417
Si	0.0279	0.1654	-0.0676
Si	0.0067	0.0319	-0.2217
Si	0.1882	-0.052	-0.2105
Si	0.0942	0.8635	0.9678
Si	0.1589	0.0145	0.7548
Si	-0.0778	0.1107	-0.0908
Si	-0.045	0.0415	0.1604
Si	0.3775	-0.1988	0.0962
Si	-0.0355	0.2607	0.1265
Si	0.1021	-0.2361	-0.0188
Si	0.1418	-0.3465	-0.2216
Si	-0.1466	0.0641	0.1245
Si	-0.2603	0.0115	-0.0874
Si	-0.142	-0.0406	-0.0681
Si	0.2805	-0.4099	0.8955
Si	0.1206	-0.1556	0.1647
Si	-0.2042	0.0937	0.1242
Si	0.1212	-0.0004	0.0726
Si	0.094	0.0967	-0.1516
Si	-0.1245	0.0161	0.14
Si	-0.005	-0.079	0.1118
Si	-0.2212	0.1153	0.2795
Si	-0.1404	-0.1072	-0.1055
Si	0.0829	-0.0112	-0.0067
Si	-0.1023	0.018	-0.5549
Si	0.1045	0.0353	0.3038
Si	-0.119	-0.0334	0.1459
Si	-0.1357	0.0049	-0.4292
Si	0.0966	-0.0175	-0.2265
Si	-0.1716	0.1038	-0.1321
Si	0.0204	0.2203	-0.1012
Si	-0.0541	0.0885	-0.0441
Si	-0.1726	0.2246	-0.0203
Si	-0.0462	-0.2272	-0.1163
Si	0.0635	0.0814	-0.2257
Si	-0.0321	0.0113	-0.035
Si	0.0286	-0.1866	-0.228
Si	0.0624	-0.1817	-0.2415
Si	-0.0948	-0.2377	-0.6953
Si	-0.0517	-0.1398	-0.5322
Si	-0.1912	0.2161	-0.7424
Si	0.0804	0.0991	-0.1072
Si	-0.0374	0.0616	-0.184
Si	-0.1619	0.1648	-0.091
Si	0.0915	-0.1489	-0.1636
Si	-0.1431	0.074	-0.0553
Si	0.0119	0.0143	-0.1452
Si	0.1308	-0.0338	-0.2119
Si	0.249	-0.1928	-0.2447
Si	-0.1365	-0.0639	-0.3484
Si	0.206	0.1488	-0.3431
Si	0.1277	0.2038	-0.2003
Si	0.0202	0.1508	-0.272
Si	-0.0388	0.1704	-0.3142
Si	-0.1405	-0.1556	-0.2501
Si	0.0013	0.2369	-0.2192
Si	-0.2005	0.0088	-0.142
Si	0.0805	0.0562	-0.1442
Si	0.0076	0.1368	-0.1047
Si	-0.0012	-0.2413	-0.0923
Si	0.0938	0.2598	-0.2191
Si	0.2372	-0.0611	-0.511
Si	0.1762	-0.2553	-0.3443
Si	-0.0168	-0.0551	-0.1403
Si	0.2239	0.2255	-0.0457
Si	-0.0366	-0.0095	0.1609
Si	0.0333	0.0665	-0.0429
Si	-0.1966	0.0953	0.2689
Si	-0.1613	0.0781	0.2802
Si	0.0309	-0.0959	0.0395
Si	-0.0904	-0.0689	-0.1147
Si	0.1337	-0.1949	0.0521
Si	0.0576	-0.0619	-0.0127
Si	0.0509	0.1134	0.057
Si	0.1751	-0.1526	0.1385
Si	-0.25	-0.0898	-0.0749
Si	0.2214	-0.1541	-0.0292
Si	0.1116	0.0231	-0.1389
Si	-0.1037	0.0702	-0.0626
Si	-0.1148	0.0087	-0.2063
Si	0.1237	-0.0702	0.053
Si	-0.064	0.0714	0.182
Si	0.0933	-0.0652	0.0312
Si	-0.0255	0.0646	0.1176
Si	0.0819	-0.1478	0.1343
Si	0.0776	-0.1112	0.043
Si	0.0547	-0.0426	-0.1538
Si	0.0364	-0.0934	-0.0049
Si	0.0327	0.1212	-0.0287
Si	-0.0789	0.1735	0.1738
Si	0.0556	-0.0081	0.1834
Si	0.0328	0.0337	0.2577
Si	-0.116	0.1604	0.1639
Si	-0.2362	-0.263	0.293
Si	-0.0057	-0.1776	0.2445
Si	-0.0534	-0.2549	0
Si	-0.0399	-0.0225	0.2156
Si	-0.0001	-0.0641	-0.2336
Si	0.0998	0.0002	0.124
Si	0.0432	-0.0795	-0.0632
Si	-0.1554	0.1431	0.0376
Si	-0.0233	-0.0003	-0.0252
Si	-0.0339	-0.0039	-0.0145
Si	0.0605	0.0098	-0.1606
Si	-0.074	-0.1354	0.0687
Si	0.0533	-0.0157	-0.0129
Si	0.0158	-0.0402	-0.1047
Si	0.0431	-0.0481	-0.0376
Si	0.0239	-0.0296	-0.1437
Si	-0.094	-0.066	0.0735
Si	-0.0369	-0.0495	-0.1433
Si	0.0108	0.2616	-0.002
Si	0.1784	-0.0771	-0.055
Si	0.0391	0.0334	-0.0061
Si	-0.0155	-0.0599	-0.1288
Si	0.0456	0.0413	0.1511
Si	0.1084	0.039	-0.1524
Si	0.0086	-0.0639	-0.06
Si	-0.0535	0.3012	0.0963
Si	-0.1287	-0.0473	-0.0863
Si	0.0217	0.1631	-0.0466
Si	0.0036	-0.1058	-0.0939
Si	-0.0533	0.0355	-0.0213
Si	0.1377	-0.0108	-0.0064
Si	0.062	-0.0848	-0.095
Si	-0.0973	-0.0114	-0.0503
Si	0.0304	0.0304	-0.037
Si	0.0622	-0.09	-0.1999
Si	0.0547	0.0389	-0.0463
Si	0.0285	0.1542	-0.0458
Si	-0.0638	-0.0169	-0.0995
Si	0.0358	0.0544	-0.0693
Si	0.0262	-0.1862	0.0081
Si	0.0091	0.1691	-0.0885
Si	-0.1486	-0.0055	-0.0394
Si	0.0049	-0.0176	0.0139
Si	0.0051	0.0058	0.0014
Si	0.0252	-0.0124	0.0024
Si	0.0185	-0.0078	-0.0072
Si	0.0053	0.0183	-0.0046
Si	-0.0034	0.0257	-0.0162
Si	-0.0245	0.0095	-0.0083
Si	0.0155	-0.0157	-0.0069
Si	-0.0127	0.0172	-0.002
Si	0.0241	-0.0017	-0.0115
Si	-0.0153	0.0033	0.0063
Si	0.0072	0.0038	-0.0063
Si	-0.0155	0.0176	0.0072
Si	-0.0262	0.0073	0.0008
Si	0.0131	-0.0017	0.0099
Si	-0.0048	0.0277	0.0044
Si	-0.0013	0.0059	0.0023
Si	-0.0133	-0.0035	-0.0049
Si	0.002	0.0106	-0.0097
Si	0.0029	-0.0163	-0.0058
Si	-0.0116	0.0034	-0.0067
Si	-0.0039	-0.002	-0.0049
Si	-0.0107	0.0022	-0.0017
Si	-0.0124	-0.0225	-0.0129
Si	0.0049	-0.0318	0.0022
Si	-0.0037	-0.0054	0.0064
Si	-0.0081	0.0059	0.0021
Si	0.0146	0.0055	0.0012
Si	0.0042	0.0126	0.0023
Si	0.009	-0.0076	-0.0089
Si	0.0097	-0.0357	-0.0067
Si	-0.0051	0.0157	-0.003
Si	-0.0434	0.0146	0.0005
Si	-0.0355	-0.0044	0.0017
Si	-0.0118	0.0064	0.0063
Si	-0.005	0.0166	0.0006
Si	0.0194	0.005	-0.0128
Si	-0.0088	-0.0304	-0.0176
Si	-0.0083	0.0117	-0.0078
Si	-0.0216	0.002	0.002
Si	0.0078	0.0029	0.0121
Si	-0.0088	-0.0477	0.0013
Si	0.0118	0.0049	0.0072
Si	0.013	0.0072	-0.0019
Si	0.0037	-0.027	0.0133
Si	-0.0076	0.0383	-0.0057
Si	0.0305	0.0095	-0.008
Si	-0.02	-0.0406	-0.0157
Si	0.0225	-0.0242	0.0096
Si	0.0155	0.0073	0.0009
Si	-0.0378	-0.0245	0
Si	0.0019	-0.027	-0.0013
Si	0.0309	0.0072	0.0104
Si	-0.0082	0.0406	-0.0001
Si	-0.0252	0.0009	0.0104
Si	0.0259	0.0126	-0.0057
Si	-0.0203	0.0204	-0.0088
Si	-0.0079	-0.0045	-0.0103
Si	0.0326	0.0168	-0.0135
Si	-0.0299	0.045	-0.0011
Si	0.0212	0.0053	0.0109
Si	0.0006	-0.0062	0.0016
Si	-0.0087	-0.0271	0.0103
Si	-0.0007	-0.0281	0.0087
Si	-0.0107	0.0032	-0.0122
Si	0.0172	-0.0155	-0.0091
Si	0.0183	-0.0072	0.0166
Si	-0.0012	-0.0101	0.0037
Si	0.0321	0.0299	-0.0166
Si	0.0431	0.0282	0.0048
Si	-0.0307	0.0016	0.0006
Si	0.0035	-0.0275	-0.0221
Si	-0.0064	-0.0258	0.0107
Si	0.0409	0.0241	0.036
Si	0.0484	-0.0215	-0.0084
Si	0.0311	-0.0153	0.033
Si	-0.0238	0.0077	-0.0016
Si	0.0288	0.0082	-0.0111
Si	-0.0156	0.0179	-0.0256
Si	-0.0057	0.0042	0.0219
Si	-0.0408	0.0439	0.0121
Si	0.0456	0.013	-0.0191
Si	-0.0317	0.0407	-0.0044
Si	0.0143	0.0001	0.0005
Si	-0.0475	0.0592	0.0289
Si	-0.006	-0.058	-0.0209
Si	0.0342	0.0004	0.0181
Si	-0.0096	-0.0226	0.0082
Si	-0.0559	0.0593	-0.0261
Si	-0.0568	0.0546	0.0025
Si	0.0068	-0.0151	0.0063
Si	0.0439	-0.0902	-0.0229
Si	0.0468	-0.0514	0.0106
Si	0.0138	-0.0201	0.0384
Si	-0.0204	0.0162	0.0089
Si	-0.0485	0.0268	0.0113
Si	-0.0269	0.0076	-0.0058
Si	-0.0253	-0.0212	-0.0111
Si	-0.0124	0.0346	-0.0165
Si	-0.016	0.0171	-0.0086
Si	0.0742	-0.0588	0.0241
Si	0.0037	0.0377	0.009
Si	-0.0911	0.0242	0.006
Si	0.012	-0.0084	0.013
Si	-0.0272	0.0185	0.0216
Si	-0.0097	0.0055	-0.0217
Si	0.0487	-0.0579	0.0158
Si	-0.0158	-0.0072	0.0278
Si	0.0806	0.029	0.0222
Si	-0.0637	-0.0793	-0.0381
Si	-0.0652	-0.0073	0.0138
Si	-0.0572	-0.0463	0.0448
Si	-0.0053	-0.0318	0.0462
Si	0.0133	0.0061	-0.0164
Si	-0.0237	-0.0273	0.0798
Si	0.0261	0.0286	0.0493
Si	0.0649	0.0359	0.0565
Si	-0.0552	0.0171	0.0058
Si	-0.0363	-0.0926	0.0112
Si	0.0136	-0.0112	-0.014
Si	0.0171	-0.0059	0.0481
Si	-0.0463	-0.016	0.0373
Si	-0.0077	-0.0271	0.0156
Si	0.028	-0.04	0.079
Si	0.0009	-0.0096	-0.0404
Si	-0.0161	0.0284	0.0167
Si	-0.0118	-0.0104	0.0136
Si	0.0674	0.0107	0.0284
Si	0.0044	0.0598	-0.0233
Si	-0.0069	0.02	-0.0086
Si	0.0844	0.0457	-0.058
Si	-0.0304	-0.0213	0.0376
Si	0.0353	-0.0458	0.0413
Si	0.0052	0.0433	0.0991
Si	-0.002	-0.0733	0.0503
Si	0.0089	0.02	0.014
Si	-0.0454	0.0065	-0.0058
Si	0.034	0.0037	0.0019
Si	0.0607	0.0071	0.0229
Si	-0.0187	0.0377	0.0395
Si	0.0303	0.0308	0.0185
Si	0.0011	-0.0073	0.0536
Si	-0.0098	0.0632	0.055
Si	0.0151	0.0106	0.0666
Si	0.0171	-0.0154	-0.0132
Si	0.0099	0.1013	0.0798
Si	-0.0268	0.0046	-0.0167
Si	0.1245	-0.0041	-0.0438
Si	0.0573	0.0108	0.1222
Si	-0.0298	-0.0077	0.0363
Si	-0.0268	-0.0007	-0.0592
Si	0.0312	-0.032	-0.0068
Si	-0.0661	-0.0409	0.0754
Si	0.0519	-0.0599	0.0326
Si	-0.0526	0.0173	0.0949
Si	-0.1075	0.0675	0.0343
Si	0.0567	-0.0187	0.0706
Si	0.0693	-0.0084	0.0176
Si	-0.0017	-0.0327	0.1456
Si	-0.1494	0.0188	-0.011
Si	0.0613	-0.0101	0.0325
Si	-0.0392	0.043	0.0202
Si	-0.0898	-0.0912	0.012
Si	-0.0313	0.0194	0.0403
Si	-0.0205	0.0052	0.0473
Si	0.0049	-0.0889	0.0303
Si	0.0179	0.0332	0.1078
Si	-0.0571	0.0432	0.0149
Si	0.1375	0.0277	0.0856
Si	-0.0393	-0.0518	0.0422
Si	-0.0527	0.1376	0.019
Si	-0.0017	-0.0107	0.0891
Si	0.026	0.043	0.0359
Si	-0.0189	-0.0806	-0.0143
Si	-0.0044	-0.0453	0.0111
Si	-0.0348	-0.0258	0.1124
Si	-0.1208	-0.0243	-0.0022
Si	0.045	0.106	-0.0202
Si	0.0381	-0.0019	0.1072
Si	-0.0553	-0.0668	0.017
Si	-0.103	0.0966	0.0852
Si	0.1205	-0.1698	-0.2395
Si	-0.1252	-0.0387	0.0221
Si	-0.0016	-0.0043	-0.121
Si	-0.0709	-0.0902	-0.1563
Si	0.1437	0.05	-0.1411
Si	0.0901	0.0852	0.2196
Si	0.0807	0.1424	0.0035
Si	0.0374	0.1427	-0.0712
Si	0.0278	0.0439	-0.0703
Si	-0.0375	0.1235	-0.1206
Si	-0.097	-0.0924	-0.244
Si	-0.2364	0.0351	-0.1066
Si	-0.1878	-0.1029	-0.1617
Si	-0.0341	-0.0858	-0.1167
Si	0.087	-0.11	0.1347
Si	0.0701	-0.0662	-0.1085
Si	-0.0446	0.1094	-0.0107
Si	0.0318	0.0335	0.0303
Si	0.1199	-0.0119	0.0705
Si	-0.0352	0.0238	-0.1241
Si	0.0477	0.1141	0.0568
Si	-0.0645	0.0195	-0.1522
Si	0.0087	-0.0412	-0.1661
Si	-0.0646	-0.152	-0.1498
Si	0.0013	-0.1487	-0.0662
Si	0.0384	-0.0112	-0.1255
Si	-0.1228	0.1173	-0.034
Si	0.1186	-0.0668	-0.0259
Si	0.0971	-0.014	0.0834
Si	0.1253	0.1017	-0.0635
Si	0.017	-0.0221	0.2179
Si	0.0927	0.0756	0.2727
Si	-0.0227	0.0931	-0.1142
Si	-0.1916	0.0812	-0.1096
Si	-0.192	0.1221	-0.0116
Si	0.0755	-0.0543	0.0165
Si	0.0541	-0.0218	0.2264
Si	0.0357	-0.0587	0.3147
Si	-0.2472	-0.085	-0.0152
Si	0.0999	-0.0161	0.2273
Si	-0.1111	0.0001	0.4216
Si	0.0541	0.162	0.2253
Si	-0.0087	-0.0108	0.1544
Si	0.079	0.125	0.301
Si	0.0605	0.0666	0.2702
Si	0.1232	-0.1378	0.3217
Si	0.0157	0.0571	0.3567
Si	-0.2168	-0.1345	0.2743
Si	-0.0196	-0.0902	0.2812
Si	0.105	-0.1224	0.195
Si	-0.0022	-0.0797	0.0192
Si	0.0094	0.0512	0.3009
Si	0.0414	0.1257	0.1653
Si	0.1811	0.0935	0.3145
Si	0.2278	-0.1231	0.3936
Si	-0.0457	0.2307	0.3971
Si	0.1417	-0.0551	0.2086
Si	-0.0299	-0.0926	0.338
Si	-0.1078	0.1022	0.3241
Si	-0.098	-0.2681	0.1158
Si	-0.215	-0.0142	0.2019
Si	0.046	-0.1966	0.1099
Si	0.0533	0.1511	0.228
Si	0.0699	-0.0494	0.2396
Si	0.1205	-0.0591	0.1943
Si	0.012	0.1364	0.361
Si	-0.0386	0.0561	0.2264
Si	-0.0805	0.1354	0.2194
Si	0.1085	-0.0937	0.2909
Si	-0.1157	-0.0729	0.2311
Si	-0.1152	-0.0778	0.0921
Si	0.0263	0.0918	0.0835
Si	0.3327	0.3669	-0.2011
Si	0.098	-0.1995	-0.2723
Si	-0.0617	-0.0569	0.2809
Si	0.0592	0.0442	0.2019
Si	-0.014	0.0872	0.2959
Si	0.1286	-0.1038	0.0316
Si	-0.0927	0.18	-0.0627
Si	0.0309	-0.1484	0.1491
Si	-0.1238	0.127	0.2032
Si	-0.2108	-0.0563	-0.3134
Si	0.0081	0.072	-0.1823
Si	0.1495	-0.1612	0.2201
Si	-0.1618	0.1182	-0.0742
Si	-0.106	-0.1286	0.0523
Si	0.0631	-0.2008	-0.0377
Si	0.05	0.0018	0.0401
Si	0.0924	0.0437	-0.0306
Si	-0.1684	-0.2941	0.1034
Si	0.0339	-0.1261	-0.1001
Si	0.0061	0.1706	-0.1266
Si	0.1302	-0.0306	-0.2157
Si	0.053	-0.0014	0.0909
Si	-0.0628	0.1849	-0.1834
Si	-0.0094	-0.0257	0.097
Si	-0.0797	0.1129	-0.1144
Si	0.1457	0.021	-0.0315
Si	0.115	-0.2701	-0.0726
Si	0.0251	-0.0713	0.1789
Si	-0.0445	0.1645	0.0483
Si	-0.0561	0.1199	-0.2019
Si	0.2032	-0.1514	0.116
Si	0.2803	0.3914	-0.0658
Si	-0.1693	0.0755	-0.044
Si	0.2039	-0.1335	-0.035
Si	0.0297	0.0599	0.3409
Si	-0.0352	0.0989	0.351
Si	0.0806	-0.1167	0.0614
Si	-0.016	0.1125	0.3908
Si	-0.0675	0.1502	0.1692
Si	0.0211	0.2153	-0.0449
Si	-0.0853	0.1056	0.3096
Si	-0.0293	0.1363	0.0408
Si	0.0267	-0.0055	0.2942
Si	-0.0589	-0.0485	-0.2099
Si	-0.0271	-0.1058	0.1548
Si	-0.1933	0.0869	0.1541
Si	0.2472	-0.0925	0.0754
Si	-0.1606	-0.1294	0.192
Si	-0.1371	0.0639	0.2335
Si	0.0703	-0.0097	0.2025
Si	0.0739	0.0222	-0.1434
Si	-0.1293	-0.1032	0.3999
Si	0.0219	-0.0242	0.2208
Si	-0.1904	-0.0182	0.3731
Si	0.0766	-0.0231	0.3432
Si	-0.0569	-0.0843	0.2525
Si	0.0173	-0.1297	0.3854
Si	-0.0595	-0.0958	-0.1099
Si	-0.0366	-0.1004	0.064
Si	-0.1155	-0.1509	-0.3819
Si	-0.1034	0.0586	-0.2466
Si	-0.0656	-0.0874	0.2355
Si	0.0451	-0.0112	0.2442
Si	-0.0977	-0.0913	0.3539
Si	0.0678	-0.1864	-0.0903
Si	0.0259	0.0732	0.2641
Si	-0.0138	-0.1052	-0.1171
Si	-0.1059	-0.1398	0.3694
Si	0.0455	0.0228	0.1035
Si	-0.0939	-0.1412	-0.254
Si	-0.0291	-0.081	-0.1827
Si	0.0228	0.0826	0.0822
Si	0.033	0.0425	-0.2297
Si	0.001	0.0666	-0.2154
Si	0.049	-0.0207	0.037
Si	0.0135	-0.1056	-0.0985
Si	0.0641	-0.0629	0.3006
Si	0.0317	0.252	-0.354
Si	0.0249	0.0443	0.2826
Si	-0.0264	-0.0449	-0.2877
Si	0.1617	-0.0151	0.035
Si	0.0338	-0.0061	0.1319
Si	0.013	0.0219	0.1821
Si	-0.0473	0.082	0.2623
Si	-0.0525	0.0166	0.3263
Si	-0.1753	0.0003	0.1097
Si	-0.0377	-0.0238	-0.0961
Si	-0.0143	-0.1359	-0.1642
Si	0.0821	-0.0371	0.2031
Si	0.1361	0.0988	0.2686
Si	-0.0326	-0.0421	0.3362
Si	0.1254	-0.0301	-0.067
Si	0.0143	0.0428	-0.3833
Si	-0.1102	0.0373	-0.5117
Si	-0.0356	0.0346	-0.0272
Si	-0.1885	0.0277	0.3286
Si	0.0973	-0.0134	0.164
Si	-0.0639	0.1171	-0.2712
Si	0.0232	0.184	0.2626
Si	0.014	0.0147	-0.0031
Si	-0.007	0.1399	0.0755
Si	0.0955	0.0462	-0.368
Si	-0.0133	-0.1775	-0.0698
Si	0.094	0.1029	0.1238
Si	-0.1903	0.0253	0.1648
Si	0.0149	0.0155	-0.0006
Si	0.033	-0.1992	-0.0417
Si	-0.0129	-0.0706	-0.134
Si	0.2172	-0.0058	0.2546
Si	-0.045	-0.0453	0.03
Si	-0.0248	0.0616	0.1064
Si	-0.0044	0.0062	0.1939
Si	-0.003	0.0998	0.4154
Si	-0.0436	0.0269	0.0662
Si	-0.2054	0.2949	-0.2769
Si	-0.1371	0.188	-0.3886
Si	-0.1475	0.0586	0.0248
Si	0.1644	0.1008	-0.1878
Si	-0.0181	0.1002	-0.2082
Si	0.0316	-0.1246	-0.3073
Si	0.1166	-0.0752	-0.4369
Si	-0.0248	-0.0241	0.0623
Si	0.0265	0.0317	0.3237
Si	-0.0196	-0.0284	-0.015
Si	-0.153	-0.0568	-0.2305
Si	-0.1444	-0.1291	-0.1691
Si	-0.0669	0.1072	0.0051
Si	0.0746	0.0328	0.0441
Si	-0.2057	-0.1205	-0.1862
Si	0.1056	-0.0696	-0.0309
Si	-0.0184	0.074	-0.3942
Si	-0.1657	-0.0193	0.1281
Si	0.1262	-0.1223	0.0483
Si	0.0999	-0.051	-0.1148
Si	-0.0917	0.0199	0.1176
Si	-0.0787	0.1867	-0.3398
Si	0.0131	-0.0211	-0.2353
Si	-0.215	-0.0191	-0.1285
Si	0.0794	-0.1413	-0.2653
Si	0.012	0.0658	-0.0955
Si	-0.2251	0.0705	-0.2045
Si	-0.1469	-0.1344	-0.3956
Si	-0.3665	0.1914	-0.2763
Si	-0.0165	-0.0442	0.4716
Si	-0.1673	0.1096	-0.6561
Si	0.0832	0.0727	-0.4831
Si	-0.2826	0.0412	-0.0278
Si	-0.0713	0.231	-0.4524
Si	-0.0205	0.0987	0.0117
Si	-0.0241	0.1281	-0.3192
Si	0.1245	-0.0011	-0.3627
Si	0.1153	0.0844	-0.2297
Si	-0.1077	-0.0768	-0.314
Si	0.1393	-0.1431	-0.1448
Si	0.0213	-0.1212	-0.2281
Si	-0.1214	-0.0556	-0.4496
Si	0.0022	0.0199	-0.1366
Si	-0.0038	0.0389	-0.3643
Si	0.1859	0.0196	-0.3018
Si	0.0541	0.0824	-0.174
Si	-0.1922	0.0948	-0.2375
Si	-0.0317	-0.1453	-0.2258
Si	0.2203	0.0417	-0.49
Si	0.0291	-0.0946	-0.3703
Si	0.3289	-0.1018	-0.0865
O	-0.1729	0.304	0.0978
O	0.1639	0.2817	0.0955
O	-0.1921	-0.1822	0.1898
O	-0.1429	0.0498	0.3107
O	-0.1021	0.0728	0.5479
O	0.2958	-0.2877	0.1028
O	0.2821	0.3291	0.1574
O	-0.1593	-0.174	0.0153
O	-0.107	0.2272	0.3352
O	0.1498	0.3205	0.7152
O	-0.2258	0.075	-0.0672
O	0.3236	-0.1593	0.0073
O	-0.0014	-0.1297	0.3592
O	-0.0624	0.1584	0.0597
O	-0.2786	-0.0862	0.2004
O	-0.1973	-0.4519	0.4021
O	-0.0334	0.1189	0.0756
O	-0.2645	0.2142	0.0646
O	-0.0168	0.0449	0.2989
O	-0.044	-0.039	-0.1576
O	0.0239	0.2147	-0.0749
O	0.2564	0.1836	0.042
O	0.0979	0.2794	0.2713
O	0.0453	0.2045	-0.0001
O	0.0345	-0.1947	-0.2037
O	0.2127	-0.0775	0.5438
O	0.0958	0.2648	0.138
O	-0.2249	-0.2646	-0.688
O	0.2253	-0.0653	0.1912
O	-0.1558	0.0775	-0.1288
O	0.0651	-0.2019	0.709
O	-0.1033	-0.3037	0.3797
O	0.2022	-0.209	0.2955
O	-0.0134	-0.0029	-0.1482
O	0.0097	-0.1055	0.2196
O	0.0907	0.0932	-0.2966
O	0.0773	-0.1831	0.164
O	0.087	0.1602	0.4584
O	-0.1461	-0.0434	0.0236
O	-0.2004	-0.3363	0.0415
O	0.1218	0.087	0.4014
O	-0.1119	-0.0774	0.2051
O	-0.1167	-0.1025	0.0824
O	0.1793	-0.2265	0.0888
O	0.1126	-0.059	0.492
O	-0.1776	0.2808	0.451
O	-0.2107	0.4231	0.2277
O	-0.1188	0.2392	0.1969
O	0.0543	0.068	0.4241
O	-0.1535	-0.0731	-0.3001
O	-0.0429	-0.368	0.1613
O	-0.238	-0.0516	0.2503
O	0.1768	-0.1239	0.0105
O	-0.0171	-0.3265	0.1516
O	-0.2422	-0.227	0.0805
O	-0.0179	0.0384	0.0386
O	0.0014	-0.2638	-0.1469
O	-0.1042	0.2738	0.4848
O	-0.0441	-0.1404	-0.0967
O	-0.0702	0.2499	-0.1436
O	-0.1226	0.0669	-0.0296
O	-0.1618	0.3482	0.2579
O	-0.1997	-0.1437	-0.02
O	0.1295	0.3862	0.0165
O	0.2781	-0.2098	0.3232
O	0.0014	-0.0703	0.3485
O	0.1458	0.0096	0.0661
O	0.0955	0.0099	0.0462
O	0.22	0.0437	0.2878
O	-0.3884	0.2069	0.3749
O	0.0935	0.1764	-0.1125
O	-0.0977	-0.3231	0.041
O	0.0939	0.1848	-0.38
O	-0.3042	0.3087	0.1279
O	0.0627	-0.3699	-0.0324
O	0.2399	-0.1703	-0.0333
O	0.2447	-0.001	-0.0903
O	0.1072	0.2571	-0.2109
O	0.2272	-0.0559	-0.1432
O	-0.0904	0.0043	-0.0195
O	-0.2114	-0.0743	0.1378
O	-0.0765	0.4591	-0.4364
O	-0.1632	-0.0338	-0.3545
O	-0.0808	0.244	-0.35
O	-0.0233	0.2673	-0.4804
O	-0.2909	-0.181	-0.4623
O	-0.0961	-0.0718	-0.2218
O	-0.2132	0.2613	-0.6492
O	0.0048	0.0001	0.2747
O	-0.2519	-0.2852	-0.503
O	-0.13	0.1429	-0.2121
O	-0.0905	-0.2645	-0.0114
O	-0.0273	0.258	-0.0849
O	-0.1103	-0.0533	-0.0526
O	0.3641	0.0852	-0.0143
O	0.2046	0.2143	-0.1219
O	-0.1322	0.1715	-0.139
O	0.1502	-0.207	-0.2722
O	0.0751	0.3055	-0.4028
O	-0.0288	-0.2912	-0.3515
O	0.2752	0.2445	-0.1425
O	0.0459	-0.026	0.1267
O	-0.2652	-0.0572	-0.3835
O	0.0874	-0.2096	-0.047
O	-0.1529	-0.1897	0.0156
O	-0.027	-0.0515	-0.5004
O	-0.0032	-0.2861	-0.2329
O	-0.0894	0.2026	-0.0689
O	-0.1737	0.0738	-0.1467
O	-0.1541	-0.1579	-0.306
O	-0.2538	0.2402	-0.2143
O	0.0773	0.2316	-0.5082
O	0.004	0.1354	-0.286
O	0.1436	-0.1303	-0.2589
O	0.0534	0.1445	-0.0447
O	-0.1518	-0.0193	-0.2407
O	0.116	-0.0851	-0.3856
O	-0.026	-0.0509	0.0184
O	-0.4058	0.4676	-0.4071
O	-0.0734	0.0149	-0.1144
O	0.0684	-0.1437	-0.1675
O	-0.0661	0.1198	0.252
O	0.0229	0.0393	0.1494
O	0.0725	-0.0175	-0.1114
O	0.1941	-0.0701	-0.405
O	-0.0516	-0.2134	-0.0875
O	-0.0512	0.1947	-0.6721
O	-0.1892	0.1223	0.0301
O	-0.1184	0.2064	-0.2868
O	-0.0455	-0.2811	-0.0868
O	-0.1012	0.094	-0.0892
O	-0.2445	-0.0537	-0.3231
O	-0.0122	0.0124	-0.1272
O	-0.1131	0.0601	-0.0152
O	-0.1511	-0.3618	-0.0624
O	0.3992	-0.4579	-0.2891
O	0.043	0.0419	-0.0743
O	-0.1592	-0.0061	-0.2336
O	-0.0378	-0.1112	0.031
O	-0.0872	0.1193	-0.1529
O	0.0668	0.3115	-0.2655
O	-0.1074	-0.2982	-0.1191
O	-0.0329	0.0108	-0.0564
O	0.1363	0.0136	0.0543
O	-0.0098	-0.0443	0.0058
O	-0.2432	-0.1115	-0.3783
O	-0.0917	-0.3231	0.0652
O	0.1935	-0.1348	-0.2522
O	0.2197	0.1011	0.0426
O	-0.1145	-0.0525	-0.0873
O	0.0587	0.0063	-0.2013
O	0.0996	0.0463	0.1435
O	0.0809	0.0047	-0.0874
O	-0.0883	0.1809	-0.0965
O	-0.0799	-0.3712	-0.1154
O	-0.2386	0.2313	0.0913
O	-0.1619	-0.1258	-0.2931
O	0.0198	0.0618	-0.2467
O	0.1195	0.092	0.1222
O	-0.1001	0.0144	-0.3989
O	-0.0223	0.149	0.1159
O	0.0277	0.0853	0.0951
O	0.0725	0.2186	-0.2091
O	-0.3458	-0.2917	-0.3085
O	-0.035	0.1211	-0.154
O	-0.1091	0.214	-0.2506
O	-0.0867	-0.1437	0.0233
O	-0.1482	-0.418	0.0832
O	0.1438	-0.1978	0.0458
O	0.2428	-0.1479	-0.2238
O	-0.0077	-0.0446	0.126
O	0.0795	-0.1039	0.3329
O	-0.0409	0.2357	-0.0553
O	0.3342	-0.0928	-0.366
O	-0.0427	0.0124	-0.1357
O	0.132	0.1238	-0.1121
O	-0.1803	0.3013	-0.1033
O	0.101	-0.0908	-0.0447
O	-0.0826	0.1494	0.1162
O	-0.1224	-0.1237	-0.16
O	0.099	0.0557	-0.2512
O	-0.2766	0.0748	-0.377
O	0.2084	0.2018	-0.314
O	0.1032	0.2821	-0.2182
O	0.0318	0.3064	0.213
O	0.0828	-0.2425	0.011
O	-0.1257	0.1086	-0.0592
O	-0.1808	0.0201	0.1288
O	0.1155	0.1546	0.0511
O	-0.1222	0.1891	-0.1948
O	-0.2289	-0.1221	-0.1692
O	0.259	-0.0644	-0.1299
O	0.0681	-0.0888	-0.1069
O	-0.175	0.0022	0.1749
O	-0.11	0.0431	-0.1613
O	0.2327	0.0133	0.3129
O	0.2148	0.0436	0.2262
O	-0.2917	-0.1186	-0.0562
O	0.1592	0.1249	-0.2582
O	0.0879	-0.1645	-0.2771
O	0.0827	0.1772	-0.0869
O	0.1848	-0.0461	-0.2508
O	0.219	-0.3161	-0.0422
O	0.039	-0.1277	0.1629
O	-0.0767	0.0598	-0.0221
O	-0.0185	0.1306	0.2622
O	0.1196	-0.1794	-0.1843
O	-0.1008	0.0466	0.111
O	-0.1272	0.2001	0.2489
O	-0.0822	0.1738	0.3463
O	-0.1722	0.273	0.2301
O	0.0615	0.07	-0.0299
O	0.0182	0.1413	-0.104
O	0.3178	0.0461	0.4804
O	0.137	-0.155	-0.0303
O	-0.0827	-0.2943	0.1889
O	0.2043	0.0491	-0.027
O	-0.102	0.039	-0.2651
O	-0.0458	-0.0311	-0.0439
O	-0.1031	-0.167	-0.0819
O	-0.0223	-0.1259	0.1508
O	-0.0571	-0.0507	-0.1465
O	-0.0218	0.0634	-0.0224
O	-0.0955	-0.2628	0.0659
O	0.0011	-0.0699	0.3729
O	0.2435	0.2583	0.2945
O	0.1975	0.1511	0.1495
O	0.0755	0.0845	-0.0065
O	0.0065	-0.1018	-0.2064
O	-0.1278	-0.0096	-0.1103
O	0.0016	0.109	0.0316
O	0.0142	0.0276	0.0381
O	0.037	0.1355	-0.0006
O	0.1122	-0.0892	0.072
O	0.1488	0.1755	0.2641
O	-0.2322	-0.0257	0.0074
O	-0.2172	-0.0206	0.3472
O	0.0628	0.0781	-0.0766
O	-0.2091	-0.011	0.2076
O	-0.0293	0.0457	0.2202
O	-0.1417	0.1255	-0.001
O	0.0305	0.0682	-0.1119
O	0.0719	0.1601	0.0899
O	0.1936	-0.1117	0.4274
O	0.1864	0.3138	0.0718
O	0.2075	-0.1012	-0.0145
O	-0.1189	0	-0.2933
O	-0.3134	-0.2716	-0.1876
O	-0.0706	0.0099	-0.4279
O	-0.0998	0.0861	0.0262
O	-0.1117	0.1987	0.0783
O	-0.1772	-0.2128	0.1608
O	0.0535	-0.1838	0.0294
O	0.0265	0.1753	-0.1959
O	0.1715	0.1124	0.3062
O	0.3216	-0.0565	0.1065
O	-0.028	-0.1795	0.0784
O	0.1648	-0.1832	0.0656
O	0.1735	0.116	0.1134
O	-0.0494	-0.2651	0.0953
O	-0.0209	0.0859	-0.0822
O	-0.1123	0.0638	-0.1125
O	0.111	-0.0123	0.0527
O	0.1963	-0.2184	0.2023
O	-0.0841	-0.084	0.315
O	0.232	-0.0637	0.2237
O	0.2571	0.1771	-0.0637
O	0.0728	0.0627	-0.1395
O	0.0891	0.1399	-0.005
O	0.1925	-0.2577	0.2499
O	-0.1807	-0.1241	-0.1524
O	-0.1854	-0.2036	-0.2046
O	-0.1842	-0.0121	0.1659
O	-0.1015	-0.3173	0.3003
O	0.0976	-0.1465	0.0578
O	-0.1698	-0.116	0.0606
O	0.0581	0.0537	0.5255
O	-0.0764	-0.1451	-0.1481
O	0.0223	0.0677	0.106
O	0.0396	0.245	-0.0303
O	-0.239	0.0405	-0.0062
O	0.1704	-0.2299	0.2251
O	0.1104	0.0068	-0.1333
O	-0.0389	-0.3175	0.3172
O	0.0367	-0.2683	-0.0306
O	-0.0119	0.0529	0.5107
O	-0.0366	-0.4031	-0.1387
O	-0.0974	-0.2009	0.0371
O	-0.1212	-0.099	0.3046
O	-0.0194	0.0951	-0.0353
O	0.1852	0.2142	-0.1761
O	0.149	-0.2697	0.0784
O	0.0104	0.211	-0.0876
O	-0.0299	-0.0797	0.0352
O	0.1168	-0.1857	0.212
O	0.0259	-0.2727	0.0174
O	-0.1484	-0.0731	0.1457
O	0.248	0.058	0.2693
O	0.3024	-0.0281	0.324
O	0.2741	0.2405	0.1843
O	0.1973	-0.0962	0.0921
O	0.1956	-0.0049	0.1515
O	0.0641	0.2498	0.1867
O	0.0695	0.1459	-0.1257
O	0.0978	-0.0177	0.0428
O	-0.0944	-0.3759	0.0416
O	0.0302	0.1726	-0.0028
O	-0.1553	-0.061	-0.2356
O	-0.0553	0.1967	-0.0538
O	0.2289	-0.1364	-0.1786
O	0.2516	-0.0332	-0.2268
O	0.1162	0.2503	0.0196
O	0.1738	0.4112	0.3787
O	0.2309	-0.0394	0.4242
O	-0.2491	0.0593	0.0224
O	-0.0044	0.1527	0.236
O	0.1684	-0.2208	0.2831
O	-0.1615	0.1411	-0.093
O	0.033	-0.0224	0.1278
O	-0.2901	-0.3799	-0.0295
O	0.1643	0.0926	0.0405
O	0.1514	-0.3002	-0.1309
O	0.095	0.0291	0.3424
O	-0.1057	-0.1705	0.0149
O	0.0971	0.0952	0.3242
O	-0.1094	-0.0513	-0.0452
O	-0.0213	0.0049	0.4231
O	-0.2078	0.0706	-0.0105
O	-0.0203	-0.0857	0.0284
O	0.02	0.0846	0.2818
O	-0.2344	0.1675	-0.023
O	0.2039	-0.0129	-0.4977
Si	0.1012	0.1198	-0.0298
Si	-0.0476	-0.1299	0.0235
Si	-0.0427	0.0385	0.0119
Si	-0.0158	0.0505	-0.0346
Si	-0.0118	-0.0175	-0.0074
Si	0.0439	0.0756	-0.0025
Si	0.0113	0.0118	0.0057
Si	-0.0136	0.0228	-0.0628
Si	-0.0095	0.0651	-0.0615
Si	-0.0288	0.0506	0
Si	0.0163	-0.0249	0.0246
Si	-0.0566	-0.0411	-0.0433
Si	-0.0118	-0.0073	-0.0119
Si	-0.0891	-0.0841	-0.0751
Si	0.1796	0.038	0.0121
Si	-0.0797	-0.0609	-0.0672
Si	0.0279	0.0314	-0.0811
Si	0.0108	-0.0487	-0.0982
Si	-0.0152	0.0188	-0.1097
Si	-0.0849	-0.142	-0.0003
Si	0.0109	-0.0032	-0.03
Si	0.0421	-0.0553	-0.0126
Si	0.0536	0.0666	-0.0138
Si	-0.012	0.0736	-0.0636
Si	-0.0936	0.0418	-0.0385
Si	-0.0756	0.0236	0.0111
Si	-0.0053	0.0259	-0.0177
Si	0.0346	-0.003	-0.0068
Si	0.003	0.0093	-0.0408
Si	-0.0893	0.0052	0.0075
Si	0.0428	0.0019	-0.0357
Si	-0.0029	-0.0244	-0.0123
Si	-0.0126	-0.0324	0.0285
Si	-0.0215	-0.0308	-0.0179
Si	0.0514	-0.0179	-0.0362
Si	0.0655	-0.075	0.0287
Si	-0.1099	0.1359	0.0531
Si	-0.0216	-0.0011	-0.0227
Si	0.0328	-0.0527	-0.0301
Si	-0.0114	-0.0446	-0.0422
Si	-0.0284	-0.0327	-0.014
Si	-0.0636	-0.0065	0.0268
Si	-0.0101	-0.0352	0.0003
Si	0.0237	-0.0084	0.0098
Si	0.03	-0.0321	0.0217
Si	0.0287	-0.0567	-0.0287
Si	0.0398	-0.0367	0.0171
Si	0.015	-0.0129	-0.015
Si	0.0136	0.0018	-0.0125
Si	0.0284	0.0477	-0.0137
Si	-0.0395	0.0405	0.0526
Si	0.0478	0.0021	0.0215
Si	0.0138	-0.0131	0.0004
Si	0.0226	0.0271	-0.0198
Si	0.0249	0.0918	0.0185
Si	0.0434	0.0147	-0.0112
Si	-0.0598	0.056	-0.0303
Si	-0.0234	0.0122	-0.0354
Si	-0.032	-0.0247	0.0006
Si	0.026	-0.0232	-0.0145
Si	0.1106	-0.0594	0.0106
Si	-0.0004	0.0137	-0.0324
Si	0.0085	-0.0226	0.0108
Si	-0.0228	0.0204	0.0067
Si	0.0242	0.0127	0.0305
Si	-0.0182	-0.0198	-0.0358
Si	0.0418	-0.0292	-0.0172
Si	-0.0197	0.0104	-0.018
Si	0.0483	-0.035	0.0048
Si	-0.0279	0.0218	0.0192
Si	-0.0122	0.0279	-0.0496
Si	-0.0294	0.0134	-0.0394
Si	0.0129	-0.0696	0.0241
Si	0.0093	0.0003	-0.016
Si	-0.0309	0.0122	-0.0068
Si	0.021	0.0289	0.0069
Si	0.0165	0.0343	-0.0071
Si	0	0.0106	-0.0061
Si	-0.0256	-0.0087	0.0096
Si	0.0234	0.0135	0.0059
Si	-0.0228	-0.0177	0.0012
Si	-0.0315	0.0179	0.0114
Si	-0.0089	-0.0311	-0.0057
Si	-0.0373	0.0222	-0.0017
Si	0.025	-0.0117	-0.0048
Si	-0.0115	0.0015	0.0169
Si	0.0751	0.0275	0.0083
Si	-0.0496	-0.0468	-0.0249
Si	0.0066	0.0085	-0.0113
Si	-0.0012	0.0135	-0.0043
Si	-0.0319	-0.0464	0.0078
Si	-0.0108	-0.007	-0.0038
Si	-0.0071	-0.0079	0.0166
Si	0.013	-0.0286	0.0055
Si	-0.001	0.0178	-0.0037
Si	-0.0199	-0.0167	0.0127
Si	-0.0128	0.0075	-0.0358
Si	0.0032	0.0491	0.0089
Si	-0.0245	-0.0263	-0.0055
Si	0.0086	0.0193	-0.0035
Si	0.0131	-0.0064	-0.0008
Si	-0.0189	-0.0157	0.016
Si	0.0079	0.0382	0.0124
Si	-0.0321	0.0149	0.0165
Si	0.0399	0.0267	-0.0096
Si	-0.0115	0.0235	0.0047
Si	-0.0248	-0.0047	0.0146
Si	0.0367	-0.0004	0.0056
Si	-0.0257	0.0073	0.0024
Si	-0.0139	0.0128	-0.0091
Si	-0.008	-0.0175	-0.0137
Si	-0.0273	-0.0238	0.0016
Si	-0.0058	-0.0147	0.006
Si	-0.0004	-0.019	-0.0084
Si	0.0158	0.012	-0.0036
Si	-0.0204	0.0291	0.0102
Si	0.0192	-0.001	0.0112
Si	0.0141	0.0044	-0.0056
Si	-0.0064	0.0289	-0.0071
Si	0.0244	-0.0113	-0.0052
Si	0.0092	0.0003	0.0077
Si	-0.0065	-0.0151	-0.005
Si	-0.0393	0.0024	0.015
Si	0.0188	0.0103	0.0017
Si	0.0149	-0.0013	-0.0041
Si	0.0118	-0.0119	-0.0018
Si	0.0044	0.0128	-0.0019
Si	0.023	-0.0051	-0.0063
Si	0.0273	-0.0086	0.0034
Si	-0.0152	0.0039	-0.0063
Si	-0.0133	0.0072	0.0025
Si	0.019	0.0138	0.0005
Si	0.0067	-0.0067	-0.0072
Si	-0.0113	0.0259	0.0168
Si	0.0249	-0.0024	0.0162
Si	0.0025	-0.0256	-0.0018
Si	0.0004	-0.003	0.0025
Si	-0.0229	-0.0186	0.0074
Si	0.0178	-0.0148	0.0078
Si	0.0035	-0.0044	-0.0019
Si	-0.0172	0.0131	-0.0047
Si	0.0151	-0.0003	0.0069
Si	0.0365	-0.0317	0.0008
Si	-0.0017	0.0008	-0.0041
Si	0.0083	0.0095	0.0031
Si	0.0117	-0.0041	0.0002
Si	0.0145	0.0004	0.0062
Si	0.025	0.0051	-0.0037
Si	0.0042	0.0088	-0.0032
Si	-0.0038	0.0067	-0.0076
Si	-0.0079	0.0002	-0.0048
Si	-0.0139	-0.022	0.0044
Si	-0.0189	0.0112	0.0063
Si	-0.0221	-0.0077	0.0014
Si	-0.0112	0	0.0032
Si	-0.0152	-0.0214	0.0031
Si	0.0139	-0.0066	0.0114
Si	-0.0043	0.0025	0.0072
Si	0.0196	0.0083	-0.002
Si	-0.0003	-0.0055	-0.0079
Si	0.0324	0.0133	0.0023
Si	-0.0024	0.0031	0.0004
Si	0.0001	0.0041	-0.0029
Si	0.004	0.0162	-0.006
Si	-0.0204	-0.0025	-0.0027
Si	-0.0191	0.0094	0.0024
Si	-0.02	0.0073	0.0034
Si	-0.0104	-0.0034	0.0068
Si	-0.0064	0.0099	-0.0003
Si	-0.0029	-0.029	0.0073
Si	-0.0036	-0.0069	0.0038
Si	-0.009	0.0063	0.0049
Si	-0.0036	-0.0031	-0.0023
Si	0	0.0018	-0.0025
Si	0.0025	0.0091	0.003
Si	-0.0166	0.0096	0.0038
Si	0.0076	0.0107	0.0006
Si	-0.0007	0.0019	0.0063
Si	-0.0186	0.0005	0.008
Si	-0.0032	0.0179	0.0057
Si	0.0012	-0.0096	0.0032
Si	-0.0129	-0.0079	0.0022
Si	-0.0227	-0.0019	0.0044
Si	-0.0204	-0.0116	-0.0035
Si	0.0016	-0.0122	-0.0042
Si	0.0017	-0.0086	-0.0079
Si	0.009	0.0057	0.0027
Si	-0.0001	0.0146	-0.0019
Si	0.0175	0.0113	0.0031
Si	0.0198	0.0062	-0.0006
Si	0.0129	0.0089	-0.0027
Si	0.0007	0.0223	-0.0087
Si	0.0019	-0.0046	-0.0065
Si	-0.0079	-0.005	-0.001
Si	-0.0045	-0.012	0.0039
Si	0.0009	-0.0046	0.0031
Si	-0.0176	-0.0032	-0.003
Si	0.0049	-0.0119	-0.0037
Si	0.0025	-0.0035	-0.0087
Si	0.0018	-0.0068	-0.0031
Si	0.0253	-0.0097	0.0036
Si	0.0213	0.0024	0.0015
Si	0.0077	0.0088	0.0047
Si	0.0009	-0.0091	0.0032
Si	-0.0098	0.0126	0.01
Si	-0.0081	0.0036	0.0037
Si	0.008	-0.0134	-0.0027
Si	-0.0124	-0.012	-0.0012
Si	0.0079	-0.0129	0.0067
Si	-0.0075	-0.0008	0.0014
Si	0.0074	0.0018	0.0027
Si	0.0199	0.0025	-0.0026
Si	0.0031	0.0088	-0.0048
Si	0.0134	0.0091	-0.0027
Si	0.0162	-0.0044	0.0032
Si	0.0062	-0.0083	0.0021
Si	0.0084	-0.0031	0.0013
Si	0.0042	-0.0011	0.0065
Si	0.019	-0.0007	0.0013
Si	0.0161	-0.0003	-0.0019
Si	-0.0029	0.0067	-0.0116
Si	0.0111	0.0111	-0.0019
Si	-0.022	0.0018	0.0019
Si	-0.008	0.0018	-0.0057
Si	-0.011	-0.0087	0.0056
Si	0.0042	-0.0027	-0.0016
Si	-0.0078	0.0058	0.006
Si	-0.0031	-0.0051	0.0005
Si	0.0142	0.0049	0.0029
Si	-0.0161	0.0007	0.0048
Si	0.0072	0.0034	-0.0038
Si	0.0014	0.0109	0.0033
Si	0.0142	0.0039	0.0005
Si	-0.003	0.0033	-0.0025
Si	-0.0069	-0.0048	-0.0088
Si	0.0039	0.0052	-0.0036
Si	-0.0225	0.0139	-0.0054
Si	-0.0204	0.008	-0.0021
Si	-0.0092	-0.0161	0.0056
Si	-0.0053	0.0005	0.0007
Si	-0.0011	-0.0137	0.0122
Si	0.0082	-0.0085	0.0029
Si	0.0039	0.0094	0.0016
Si	0.002	-0.0095	0.007
Si	-0.0071	0.0019	-0.0034
Si	0.0073	0.0075	-0.0023
Si	0.0047	0.007	0
Si	-0.0014	-0.0107	-0.0063
Si	-0.0291	0.0029	0.0029
Si	-0.0142	0.0085	0.0043
Si	-0.0112	0.0139	0.0009
Si	-0.0212	0.0082	0.0054
Si	-0.0103	-0.0096	-0.0005
Si	0.0015	-0.0165	-0.007
Si	-0.0036	-0.008	0.002
Si	-0.0155	-0.0038	-0.0006
Si	0.0042	-0.0219	-0.0021
Si	-0.0092	-0.0031	-0.002
Si	0.0148	0.0077	0.0037
Si	0.0042	-0.0037	-0.0071
Si	0.0203	0.0192	0.0017
Si	0.0062	-0.0015	-0.0012
Si	0.0141	-0.0009	-0.009
Si	0.0046	0.0118	-0.0116
Si	-0.0027	-0.0089	-0.0065
Si	-0.0126	0.0009	0.009
Si	-0.0105	-0.0105	0.0008
Si	-0.0042	-0.0208	0.0015
Si	-0.0089	-0.0061	-0.0061
Si	0.001	-0.005	-0.0013
Si	0.0056	-0.0019	0.0034
Si	-0.0136	0.0004	-0.0009
Si	0.0021	0.0043	0.0002
Si	0.0254	0.0101	-0.0066
Si	0.0184	0.0098	-0.001
Si	-0.002	0.0067	-0.0003
Si	0.0032	0.0018	0.0021
Si	-0.0022	-0.0009	0.004
Si	-0.0086	-0.0155	0.0004
Si	-0.0098	0.0017	0.0035
Si	0.0164	0.0118	0.0018
Si	-0.0007	-0.0091	-0.0019
Si	0.0052	-0.0038	-0.0011
Si	0.0129	-0.0017	-0.0011
Si	0.0159	0.0028	-0.0007
Si	0.0228	0.0134	-0.0032
Si	-0.0041	-0.0021	0.0015
Si	0.0143	-0.0002	0.0017
